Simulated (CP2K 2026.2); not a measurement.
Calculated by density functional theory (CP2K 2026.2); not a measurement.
Periodic cell of 3024 atoms, Si2160O864, from a study of silicon, its oxide and their interface. The atomic structure is a simulated model.
Doubt: the forces sum to 6.86 eV/angstrom along one axis rather than to zero, so they err by at least 0.0023 eV/angstrom per atom on average; the grid cutoff is modest.

Settings
functional: PBE
method: Gaussian and plane waves
basis set: DZVP-MOLOPT-SR-GTH
pseudopotentials: GTH-PBE
grid cutoff: 300 Ry, relative cutoff 40 Ry
k points: Gamma only
occupations: fixed
spin: none
net charge: 0

Cell vectors (angstrom)
a 97.92 0 0
b 0 16.32 0
c 1.8787 -5.5317 34.0426

Atoms: element, x, y, z (angstrom)
Si 1.764 -1.515 -0.31
Si 4.387 1.079 -0.121
Si 1.09 4.263 -0.061
Si 4.052 7.024 -0.072
Si 1.798 -7.089 -0.46
Si 4 -3.694 -0.048
Si 6.623 -1.074 -0.047
Si 9.306 1.596 0.136
Si 7.193 3.836 -0.111
Si 9.452 7.064 -0.229
Si 7.127 9.182 -0.121
Si -6.763 -4.236 -0.14
Si -3.816 -1.665 -0.317
Si -1.682 1.719 -0.021
Si -3.963 3.867 -0.126
Si -1.035 6.546 -0.174
Si -4.442 -6.406 -0.212
Si -1.568 -3.924 -0.271
Si 2.782 -0.01 1.184
Si 5.531 2.709 1.143
Si 2.776 5.429 1.112
Si 5.564 8.148 1.282
Si 2.791 -5.438 0.982
Si 5.491 -2.599 1.323
Si 8.132 0.029 1.357
Si -5.499 2.683 1.198
Si 8.318 5.463 1.14
Si -5.475 8.202 1.055
Si 8.236 10.849 1.139
Si -5.483 -2.674 1.054
Si -2.776 -0.03 1.079
Si -0.074 2.779 1.293
Si -2.719 5.456 1.107
Si 0.124 8.215 0.97
Si -2.756 -5.411 1.097
Si 0.076 -2.704 0.923
Si 1.37 1.36 2.486
Si 4.125 4.06 2.466
Si 1.421 6.848 2.443
Si 4.149 9.594 2.473
Si 1.371 -4.106 2.356
Si 4.094 -1.3 2.652
Si 6.791 1.405 2.662
Si 9.597 4.159 2.634
Si 6.896 6.726 2.56
Si 9.59 9.525 2.557
Si 6.876 12.236 2.503
Si -6.852 -1.356 2.458
Si -4.136 1.287 2.501
Si -1.427 4.141 2.596
Si -4.091 6.843 2.413
Si -1.326 -6.806 2.353
Si -4.119 -4.042 2.46
Si -1.3 -1.36 2.365
Si 0.005 -0.022 3.808
Si 2.746 2.719 3.834
Si 0.02 5.512 3.838
Si 2.774 8.197 3.812
Si 0.004 -5.437 3.75
Si 2.702 -2.767 3.828
Si 5.447 0.041 4
Si 8.208 2.762 3.951
Si 5.48 5.394 3.873
Si 8.231 8.138 3.898
Si 5.494 10.908 3.868
Si 8.227 -2.75 3.897
Si -5.503 -0.025 3.862
Si -2.773 2.69 3.856
Si -5.421 5.482 3.845
Si -2.696 8.179 3.76
Si -5.454 -5.428 3.836
Si -2.693 -2.698 3.766
Si 1.329 -1.446 16.015
Si 4.038 1.298 15.976
Si 1.326 4.06 16.035
Si 4.04 6.764 16.065
Si 1.317 -6.897 16.036
Si 4.037 -4.142 16.051
Si 6.763 -1.449 16.037
Si -6.759 1.38 16.06
Si 6.767 4.02 16.034
Si -6.752 6.816 16.097
Si 6.724 9.467 16.046
Si -6.761 -4.061 16.089
Si -4.097 -1.369 16.03
Si -1.387 1.337 16.036
Si -4.073 4.072 16.066
Si -1.369 6.777 16.096
Si -4.056 9.508 16.11
Si -1.363 -4.149 16.034
Si 2.738 -0.117 17.317
Si 5.353 2.671 17.329
Si 2.663 5.417 17.414
Si 5.39 8.117 17.438
Si 2.68 -5.556 17.356
Si 5.403 -2.793 17.416
Si 8.12 -0.104 17.385
Si -5.417 2.738 17.455
Si 8.133 5.372 17.38
Si -5.394 8.156 17.494
Si 8.031 10.848 17.405
Si -5.397 -2.705 17.456
Si -2.791 0.015 17.383
Si -0.002 2.67 17.378
Si -2.722 5.406 17.445
Si -0.022 -8.198 17.488
Si -2.648 -5.5 17.471
Si -0.041 -2.787 17.388
Si 1.406 1.247 18.619
Si 4.018 4.027 18.718
Si 1.337 6.757 18.841
Si 4.025 -6.828 18.805
Si 1.28 -4.257 18.685
Si 4.032 -1.455 18.759
Si 6.668 1.249 18.624
Si -6.778 4.11 18.803
Si 6.766 6.702 18.727
Si -6.785 9.553 18.803
Si 6.695 -4.146 18.839
Si 9.462 -1.45 18.787
Si -4.096 1.361 18.836
Si -1.37 3.997 18.763
Si -4.022 6.78 18.866
Si -1.354 -6.879 18.934
Si -3.974 -4.078 18.768
Si -1.433 -1.365 18.667
Si -0.012 -0.042 19.925
Si 2.745 2.543 20.013
Si 0.027 5.291 20.136
Si 2.702 8.119 20.201
Si -0.002 -5.485 20.265
Si 2.643 -2.911 19.966
Si 5.402 -0.085 20.094
Si 7.983 2.625 19.939
Si 5.405 5.355 20.07
Si 8.02 8.122 20.099
Si 5.305 -5.437 20.253
Si 8.104 -2.823 20.161
Si -5.5 0.116 20.256
Si -2.711 2.668 20.198
Si -5.463 5.478 20.208
Si -2.612 -8.306 20.362
Si -5.306 -5.464 20.087
Si -2.715 -2.633 20.156
Si 1.074 -1.702 21.12
Si 4.312 1.501 21.428
Si 1.195 3.637 21.317
Si 4.312 6.913 21.42
Si 1.633 -6.621 21.583
Si 3.707 -4.252 21.582
Si 7.035 -1.134 21.394
Si -7.224 1.249 21.497
Si 6.504 3.733 21.358
Si -6.557 7.094 21.576
Si 6.43 -7.112 21.444
Si 9.682 -4.125 21.322
Si -4.274 -1.44 21.511
Si -1.03 1.47 21.365
Si -3.907 4.275 21.455
Si -1.465 6.263 21.651
Si -4.265 -7.066 21.493
Si -1.151 -3.781 21.467
Si -5.922 -5.591 -7.756
Si -1.432 1.126 -2.892
Si -4.999 4.181 -4.963
Si 6.9 -2.471 24.116
Si 6.667 0.15 -7.57
Si 0.814 2.027 -7.128
Si 6.858 -3.888 -4.369
Si -2.733 0.338 23.623
Si 6.095 6.447 26.055
Si 2.678 -0.199 23.383
Si 3.221 3.464 25.958
Si 0.23 -7.183 24.272
Si 5.137 -2.23 -6.313
Si 5.523 2.249 -5.874
Si 8.061 3.166 -5.474
Si -2.385 6.595 -2.82
Si -1.335 4.311 -6.953
Si -2.326 -1.3 26.213
Si 1.016 -3.531 -4.244
Si -6.929 0.764 -2.846
Si 7.941 -5.358 23.494
Si -0.344 -0.781 -7.194
Si 1.066 -0.53 -3.267
Si -8.494 -4.96 -6.499
Si 2.471 -5.93 -3.132
Si 5.272 5.14 -2.07
Si 6.084 5.073 -5.055
Si -5.121 -0.106 -7.444
Si -1.428 -4.947 -3.171
Si -7.554 2.693 -4.743
Si 0.112 6.268 24.499
Si -4.272 3.058 24.228
Si 3.472 -6.701 -5.981
Si -8.877 4.111 -6.686
Si -9.342 -2.644 -5.167
Si -1.512 -6.872 -7.692
Si 6.105 8.08 -5.996
Si -9.202 0.311 -4.616
Si -8.271 5.417 23.52
Si -5.157 -3.008 -6.828
Si -2.171 -7.423 -4.639
Si -4.102 -5.964 -3.165
Si 3.014 3.011 -2.033
Si 5.37 -5.468 -2.129
Si -5.207 5.694 -2.36
Si -2.116 3.867 -4.045
Si 4.09 -2.731 24.409
Si 2.199 -2.688 -6.824
Si 1.283 1.321 25.439
Si -3.014 -1.39 -5.854
Si -2.399 -5.651 23.583
Si 2.763 1.736 -4.705
Si -4.122 -0.404 -3.17
Si 2.822 5.159 23.564
Si 1.347 -1.392 5.179
Si 4.06 1.392 5.282
Si 1.372 4.098 5.167
Si 4.112 6.804 5.179
Si 1.368 9.535 5.146
Si 4.096 12.24 5.206
Si 6.847 -1.378 5.252
Si 9.556 1.358 5.289
Si 6.82 4.08 5.29
Si -6.796 6.805 5.228
Si 6.839 9.508 5.218
Si -6.823 -4.085 5.202
Si -4.077 -1.373 5.163
Si -1.363 1.341 5.172
Si -4.101 4.082 5.204
Si -1.365 6.837 5.178
Si -4.063 -6.794 5.151
Si -1.359 -4.085 5.132
Si 2.699 -0.027 6.563
Si 5.451 2.719 6.629
Si 2.738 5.442 6.537
Si 5.469 8.144 6.564
Si 2.728 10.866 6.54
Si 5.458 -2.733 6.58
Si 8.195 -0.019 6.625
Si -5.47 2.728 6.561
Si -8.177 5.442 6.577
Si -5.42 -8.146 6.545
Si -8.169 -5.437 6.584
Si -5.438 -2.727 6.539
Si -2.731 -0.009 6.536
Si 0.006 2.715 6.517
Si -2.714 5.444 6.533
Si 0.005 8.185 6.527
Si -2.714 -5.436 6.516
Si -0.016 -2.742 6.532
Si 1.343 1.347 7.902
Si 4.077 4.089 7.939
Si 1.357 6.797 7.878
Si 4.085 9.499 7.902
Si 1.356 -4.095 7.891
Si 4.082 -1.374 7.921
Si 6.813 1.336 7.964
Si -6.819 4.084 7.932
Si 6.824 6.793 7.947
Si -6.79 -6.798 7.917
Si 6.82 -4.105 7.933
Si -6.796 -1.367 7.913
Si -4.091 1.358 7.895
Si -1.357 4.071 7.882
Si -4.075 6.799 7.899
Si -1.362 -6.793 7.888
Si -4.08 -4.091 7.892
Si -1.374 -1.378 7.892
Si -0.016 -0.017 9.254
Si 2.713 2.699 9.263
Si 0.001 5.429 9.241
Si 2.717 8.138 9.251
Si -0.005 -5.449 9.253
Si 2.714 -2.744 9.259
Si 5.439 -0.028 9.296
Si -8.173 2.725 9.294
Si 5.453 5.428 9.294
Si -8.154 -8.153 9.282
Si 5.448 -5.471 9.27
Si -8.158 -2.718 9.282
Si -5.441 -0.001 9.266
Si -2.725 2.717 9.246
Si -5.442 5.449 9.267
Si -2.717 -8.161 9.251
Si -5.433 -5.441 9.27
Si -2.728 -2.734 9.257
Si 1.346 -1.383 10.61
Si 4.069 1.338 10.634
Si 1.345 4.056 10.608
Si 4.068 6.78 10.624
Si 1.345 9.492 10.601
Si 4.073 -4.114 10.612
Si 6.804 -1.398 10.645
Si -6.798 1.362 10.629
Si -9.518 4.093 10.664
Si -6.793 -9.512 10.639
Si -9.51 -6.793 10.649
Si -6.795 -4.082 10.632
Si -4.085 -1.372 10.618
Si -1.377 1.345 10.607
Si -4.081 4.08 10.611
Si -1.364 6.785 10.6
Si -4.078 -6.81 10.621
Si -1.369 -4.098 10.614
Si 2.7 -0.029 11.976
Si 5.436 2.687 11.998
Si 2.707 5.405 11.966
Si 5.424 8.13 11.986
Si 2.706 10.84 11.955
Si 5.43 -2.765 11.978
Si 8.17 -0.045 12.005
Si -5.436 2.726 11.978
Si -8.15 5.456 12.007
Si -5.431 -8.157 12
Si -8.141 -5.442 12.003
Si -5.438 -2.725 11.988
Si -2.724 -0.017 11.973
Si -0.023 2.704 11.966
Si -2.725 5.439 11.97
Si -0.011 8.134 11.965
Si -2.721 -5.457 11.98
Si -0.01 -2.746 11.972
Si 1.321 1.327 13.321
Si 4.059 4.048 13.335
Si 1.337 6.757 13.314
Si 4.042 9.478 13.328
Si 1.346 -4.132 13.312
Si 4.059 -1.408 13.321
Si 6.803 1.312 13.344
Si -6.784 4.091 13.349
Si 6.771 6.762 13.345
Si -6.778 -6.792 13.373
Si 6.777 -4.134 13.341
Si 9.516 -1.399 13.387
Si -4.076 1.356 13.323
Si -1.374 4.073 13.327
Si -4.07 6.794 13.351
Si -1.373 9.484 13.332
Si -4.081 -4.097 13.34
Si -1.376 -1.394 13.331
Si -0.026 -0.04 14.69
Si 2.675 2.689 14.667
Si -0.027 5.43 14.695
Si 2.69 8.096 14.676
Si -0.003 -5.494 14.677
Si 2.701 -2.784 14.667
Si 5.432 -0.061 14.67
Si 8.157 2.658 14.722
Si 5.409 5.406 14.704
Si 8.118 8.117 14.706
Si 5.393 10.833 14.682
Si 8.14 -2.785 14.696
Si -5.436 0.007 14.68
Si -2.727 2.716 14.686
Si -5.427 5.443 14.715
Si -2.718 8.143 14.727
Si -5.41 -5.443 14.739
Si -2.726 -2.753 14.702
Si 18.086 -1.407 -0.185
Si 20.818 1.05 -0.031
Si 17.556 4.215 -0.012
Si 20.228 7.193 0.029
Si 17.897 -7.039 -0.157
Si 20.154 -3.786 0.013
Si 22.967 -1.207 0.037
Si 25.747 1.499 -0.035
Si 23.657 3.798 0.252
Si 25.687 6.737 0.034
Si 23.512 9.056 -0.074
Si 9.835 12.034 -0.105
Si 12.588 -1.644 -0.042
Si 14.654 1.625 -0.036
Si 12.365 3.776 -0.029
Si 15.418 6.493 -0.077
Si 12.071 9.828 -0.196
Si 14.906 -3.737 -0.086
Si 19.194 0.012 1.298
Si 21.935 2.632 1.302
Si 19.134 5.456 1.235
Si 21.856 8.19 1.368
Si 19.031 -5.441 1.213
Si 21.805 -2.76 1.33
Si 24.583 -0.064 1.299
Si 10.912 2.695 1.406
Si 24.689 5.334 1.598
Si 10.968 8.225 1.146
Si 24.634 10.755 1.17
Si 10.979 -2.754 1.249
Si 13.636 -0.01 1.285
Si 16.332 2.689 1.256
Si 13.656 5.419 1.116
Si 16.455 8.098 1.27
Si 13.722 -5.407 1.121
Si 16.445 -2.543 1.177
Si 17.754 1.356 2.59
Si 20.513 4.054 2.571
Si 17.798 6.767 2.668
Si 20.478 9.6 2.641
Si 17.697 -4.044 2.562
Si 20.48 -1.385 2.708
Si 23.255 1.291 2.721
Si 26.103 3.966 2.812
Si 23.162 6.733 2.738
Si 25.896 9.42 2.683
Si 23.246 12.15 2.559
Si 9.584 -1.375 2.565
Si 12.269 1.294 2.678
Si 14.983 4.084 2.597
Si 12.332 6.821 2.482
Si 15.033 -6.808 2.513
Si 12.361 -4.111 2.589
Si 15.081 -1.292 2.617
Si 16.424 0.018 4
Si 19.123 2.717 3.944
Si 16.378 5.417 3.974
Si 19.146 8.166 3.989
Si 16.366 -5.441 3.917
Si 19.085 -2.758 3.995
Si 21.857 -0.042 4.061
Si 24.613 2.649 4.084
Si 21.81 5.365 4.046
Si 24.529 8.109 4.075
Si 21.862 10.891 4.011
Si 24.566 -2.797 3.977
Si 10.909 -0.055 3.99
Si 13.657 2.7 3.969
Si 10.989 5.499 3.932
Si 13.677 8.156 3.888
Si 10.965 -5.459 3.929
Si 13.71 -2.72 3.931
Si 17.646 -1.408 16.291
Si 20.339 1.324 16.323
Si 17.608 4.024 16.273
Si 20.345 6.784 16.289
Si 17.636 -6.853 16.277
Si 20.379 -4.081 16.353
Si 23.086 -1.387 16.383
Si 9.504 1.306 16.116
Si 23.08 4.027 16.335
Si 9.474 6.728 16.029
Si 23.086 9.543 16.332
Si 9.464 -4.137 16.093
Si 12.208 -1.407 16.151
Si 14.925 1.313 16.236
Si 12.221 3.983 16.157
Si 14.911 6.736 16.245
Si 12.201 -6.883 16.133
Si 14.935 -4.125 16.188
Si 18.991 -0.059 17.691
Si 21.682 2.692 17.693
Si 18.918 5.444 17.611
Si 21.731 8.139 17.636
Si 18.968 -5.462 17.638
Si 21.722 -2.716 17.784
Si 24.471 -0.064 17.766
Si 10.853 2.642 17.532
Si 24.465 5.373 17.686
Si 10.782 8.064 17.421
Si 24.399 10.94 17.733
Si 10.841 -2.803 17.453
Si 13.537 -0.056 17.56
Si 16.258 2.651 17.657
Si 13.545 5.321 17.561
Si 16.261 -8.227 17.638
Si 13.599 -5.557 17.48
Si 16.223 -2.753 17.611
Si 17.575 1.241 19.04
Si 20.257 4.11 18.957
Si 17.588 6.755 19.063
Si 20.385 -6.793 18.963
Si 17.524 -4.141 18.979
Si 20.304 -1.392 19.142
Si 23.031 1.274 19.033
Si 9.437 4.031 18.796
Si 23.084 6.735 18.969
Si 9.352 9.434 18.685
Si 23.146 -3.989 19.193
Si 25.86 -1.316 19.273
Si 12.198 1.284 18.944
Si 14.916 4.032 19.029
Si 12.061 6.65 18.802
Si 14.858 -6.895 18.967
Si 12.215 -4.216 18.755
Si 14.834 -1.407 18.984
Si 16.158 -0.09 20.457
Si 18.935 2.698 20.29
Si 16.246 5.408 20.508
Si 19.004 8.17 20.306
Si 16.176 -5.527 20.382
Si 18.826 -2.772 20.389
Si 21.726 -0.06 20.505
Si 24.356 2.643 20.393
Si 21.625 5.467 20.308
Si 24.444 8.073 20.334
Si 21.725 -5.417 20.369
Si 24.522 -2.672 20.719
Si 10.796 -0.114 20.212
Si 13.52 2.645 20.364
Si 10.678 5.379 20.271
Si 13.415 7.976 20.147
Si 10.791 10.713 19.959
Si 13.473 -2.892 20.227
Si 17.165 -1.782 21.779
Si 20.52 1.606 21.602
Si 17.427 3.743 21.755
Si 20.619 7.137 21.645
Si 17.885 -6.578 21.612
Si 20.048 -4.325 21.608
Si 23.29 -1.105 21.997
Si 9.138 1.152 21.273
Si 22.703 3.819 21.539
Si 9.464 6.996 21.54
Si 22.933 -7.02 21.577
Si 26.27 -3.662 22.076
Si 11.817 -1.844 21.467
Si 15.09 1.567 21.789
Si 12.287 4.243 21.556
Si 14.464 6.511 21.644
Si 11.756 9.091 21.324
Si 14.921 -4.028 21.711
Si 12.534 -4.427 -7.051
Si 15.241 1.416 -2.995
Si 12.069 4.925 -5.032
Si 22.22 4.077 -6.818
Si 23.8 -0.406 -7.503
Si 15.887 2.733 -6.902
Si 20.801 -4.535 -2.953
Si 11.98 -0.369 24.059
Si 22.543 7.803 25.046
Si 17.349 -0.797 24.746
Si 18.635 3.935 24.71
Si 14.766 7.902 24.518
Si 21.504 -2.224 -4.596
Si 20.203 0.442 -5.013
Si 20.732 4.684 -4.073
Si 13.32 -6.93 -3.039
Si 19.66 1.104 24.496
Si 14.566 0.583 24.796
Si 16.999 -4.997 -5.286
Si 10.715 -0.221 -2.069
Si 23.392 -5.877 24.289
Si 18.9 2.466 -7.117
Si 17.756 -0.336 -3.211
Si 8.286 -6.277 -5.601
Si 19.621 -6.309 -4.912
Si 21.783 5.237 -1.548
Si 20.03 7.152 -5.3
Si 11.23 -4.409 25.69
Si 16.099 -5.499 -2.332
Si 10.82 2.511 -6.037
Si 17.531 -7.495 24.549
Si 10.842 2.353 23.456
Si 19.727 5.26 -7.624
Si 9.711 -1.995 25.365
Si 9.483 3.633 25.74
Si 12.767 7.593 -6.571
Si 22.298 -7.32 -5.509
Si 8.527 -2.372 -2.245
Si 7.84 5.383 23.718
Si 13.513 -1.864 -5.547
Si 14.229 6.668 -2.779
Si 11.212 -6.467 -5.307
Si 19.694 3.151 -1.826
Si 23.129 -3.233 -6.988
Si 11.355 5.526 -2.228
Si 14.826 4.094 -4.241
Si 21.844 -3.176 23.895
Si 16.39 -2.05 -5.182
Si 14.844 -6.585 -6.983
Si 15.285 -0.196 -7.206
Si 13.29 -5.8 23.725
Si 26.12 0.369 -2.954
Si 12.453 0.562 -4.317
Si 19.846 6.734 24.654
Si 17.748 -1.38 5.354
Si 20.464 1.348 5.353
Si 17.749 4.056 5.326
Si 20.463 6.775 5.373
Si 17.741 9.522 5.305
Si 20.472 12.229 5.363
Si 23.207 -1.435 5.381
Si 25.938 1.269 5.433
Si 23.204 4.024 5.4
Si 9.594 6.816 5.285
Si 23.169 9.492 5.404
Si 9.586 -4.099 5.268
Si 12.314 -1.4 5.306
Si 15.036 1.362 5.334
Si 12.302 4.086 5.296
Si 15.019 6.801 5.295
Si 12.314 -6.828 5.28
Si 15.029 -4.097 5.311
Si 19.106 -0.019 6.716
Si 21.817 2.682 6.749
Si 19.087 5.417 6.715
Si 21.81 8.125 6.757
Si 19.1 10.854 6.704
Si 21.819 -2.752 6.754
Si 24.544 -0.073 6.774
Si 10.931 2.713 6.638
Si 8.207 5.441 6.615
Si 10.947 8.154 6.654
Si 8.202 -5.466 6.596
Si 10.942 -2.757 6.649
Si 13.666 -0.024 6.663
Si 16.396 2.702 6.702
Si 13.665 5.432 6.662
Si 16.38 8.153 6.669
Si 13.661 -5.465 6.654
Si 16.38 -2.747 6.695
Si 17.735 1.332 8.075
Si 20.443 4.055 8.093
Si 17.72 6.784 8.058
Si 20.435 9.49 8.099
Si 17.737 -4.105 8.066
Si 20.452 -1.379 8.097
Si 23.165 1.31 8.117
Si 9.552 4.064 7.979
Si 23.158 6.766 8.136
Si 9.558 9.507 7.981
Si 23.151 -4.116 8.141
Si 9.564 -1.384 7.977
Si 12.289 1.34 7.998
Si 15.018 4.068 8.035
Si 12.291 6.78 8.016
Si 15.014 -6.819 8.033
Si 12.292 -4.117 8.015
Si 15.012 -1.387 8.043
Si 16.366 -0.034 9.42
Si 19.081 2.691 9.451
Si 16.364 5.417 9.416
Si 19.07 8.129 9.451
Si 16.364 -5.468 9.416
Si 19.081 -2.745 9.446
Si 21.794 -0.031 9.486
Si 8.182 2.693 9.317
Si 21.78 5.409 9.485
Si 8.185 8.135 9.316
Si 21.781 -5.474 9.488
Si 8.181 -2.753 9.304
Si 10.924 -0.032 9.342
Si 13.647 2.691 9.371
Si 10.914 5.411 9.349
Si 13.646 8.134 9.383
Si 10.915 -5.472 9.358
Si 13.646 -2.758 9.386
Si 17.711 -1.392 10.805
Si 20.42 1.33 10.837
Si 17.707 4.051 10.798
Si 20.414 6.773 10.842
Si 17.703 9.49 10.801
Si 20.421 -4.101 10.835
Si 23.133 -1.39 10.871
Si 9.543 1.325 10.673
Si 6.805 4.053 10.654
Si 9.536 6.768 10.687
Si 6.8 -6.83 10.644
Si 9.534 -4.107 10.682
Si 12.27 -1.396 10.719
Si 14.991 1.33 10.756
Si 12.267 4.043 10.711
Si 14.99 6.771 10.761
Si 12.267 9.484 10.729
Si 14.994 -4.113 10.772
Si 19.054 -0.034 12.192
Si 21.756 2.686 12.229
Si 19.045 5.404 12.191
Si 21.755 8.133 12.233
Si 19.051 10.854 12.177
Si 21.761 -2.743 12.226
Si 24.471 -0.03 12.256
Si 10.899 2.67 12.047
Si 8.163 5.4 12.024
Si 10.894 8.111 12.064
Si 8.161 -5.483 12.008
Si 10.892 -2.76 12.056
Si 13.627 -0.047 12.095
Si 16.337 2.682 12.142
Si 13.619 5.391 12.088
Si 16.334 8.121 12.148
Si 13.617 -5.483 12.11
Si 16.346 -2.759 12.156
Si 17.673 1.323 13.536
Si 20.385 4.045 13.58
Si 17.665 6.757 13.538
Si 20.384 9.506 13.573
Si 17.697 -4.114 13.542
Si 20.398 -1.384 13.588
Si 23.098 1.322 13.61
Si 9.522 4.025 13.381
Si 23.098 6.781 13.624
Si 9.508 -6.843 13.383
Si 23.102 -4.097 13.612
Si 25.813 -1.375 13.65
Si 12.245 1.307 13.425
Si 14.954 4.035 13.481
Si 12.247 6.739 13.43
Si 14.961 9.476 13.494
Si 12.231 -4.124 13.44
Si 14.97 -1.396 13.494
Si 16.311 -0.043 14.896
Si 19.005 2.681 14.928
Si 16.281 5.387 14.881
Si 19.008 8.133 14.905
Si 16.318 -5.488 14.869
Si 19.033 -2.749 14.94
Si 21.738 -0.029 14.988
Si 24.447 2.671 14.989
Si 21.728 5.403 14.967
Si 24.453 8.157 14.997
Si 21.719 10.877 14.963
Si 24.44 -2.735 15.002
Si 10.87 -0.048 14.766
Si 13.594 2.646 14.812
Si 10.885 5.356 14.759
Si 13.591 8.084 14.818
Si 10.855 -5.502 14.771
Si 13.583 -2.768 14.814
Si 34.304 -1.737 0.164
Si 37.049 1.218 0.126
Si 33.965 4.377 0.351
Si 36.712 6.979 0.429
Si 34.365 -7.227 0.257
Si 36.605 -3.761 0.378
Si 39.148 -1.089 0.263
Si 41.87 1.55 0.087
Si 39.775 3.9 0.279
Si 41.893 7.025 0.211
Si 39.716 9.265 0.239
Si 26.415 11.824 0.01
Si 29.02 -1.836 0.012
Si 31.336 1.65 0.047
Si 28.875 3.634 -0.102
Si 31.75 6.521 0.311
Si 28.471 9.442 0.13
Si 31.117 -4.219 0.076
Si 35.407 0.002 1.38
Si 38.175 2.717 1.543
Si 35.514 5.439 1.704
Si 38.215 8.192 1.682
Si 35.447 -5.5 1.481
Si 38.074 -2.589 1.698
Si 40.798 0.014 1.506
Si 27.36 2.558 1.337
Si 40.871 5.454 1.617
Si 27.219 7.958 1.37
Si 40.83 -5.441 1.543
Si 27.402 -2.863 1.379
Si 30.121 -0.08 1.201
Si 32.73 2.776 1.538
Si 29.972 5.316 1.271
Si 32.803 8.075 1.665
Si 29.98 -5.663 1.49
Si 32.745 -2.983 1.377
Si 34.065 1.322 2.796
Si 36.821 4.007 2.953
Si 34.153 6.785 3.045
Si 36.817 9.572 2.936
Si 34.065 -4.2 2.866
Si 36.694 -1.245 2.96
Si 39.504 1.371 2.932
Si 42.239 4.063 2.915
Si 39.498 6.755 2.996
Si 42.202 -6.804 2.892
Si 39.479 -4.051 2.884
Si 25.962 -1.453 2.627
Si 28.714 1.192 2.673
Si 31.302 4.085 2.825
Si 28.658 6.677 2.702
Si 31.379 -6.882 2.891
Si 28.677 -4.207 2.818
Si 31.411 -1.464 2.655
Si 32.695 -0.08 4.107
Si 35.401 2.653 4.227
Si 32.671 5.41 4.24
Si 35.482 8.195 4.32
Si 32.699 -5.495 4.246
Si 35.369 -2.738 4.213
Si 38.116 0.044 4.296
Si 40.856 2.733 4.282
Si 38.134 5.396 4.318
Si 40.867 -8.164 4.286
Si 38.148 -5.392 4.282
Si 40.868 -2.706 4.21
Si 27.296 -0.101 4.041
Si 29.974 2.632 4.107
Si 27.361 5.372 4.164
Si 29.967 8.053 4.136
Si 27.239 -5.544 4.097
Si 30.03 -2.768 4.096
Si 33.97 -1.332 16.386
Si 36.672 1.367 16.402
Si 33.963 4.09 16.407
Si 36.692 6.83 16.42
Si 33.974 -6.773 16.398
Si 36.698 -4.046 16.388
Si 39.379 -1.36 16.401
Si 25.797 1.326 16.389
Si 39.412 4.092 16.41
Si 25.809 6.807 16.379
Si 39.393 -6.798 16.383
Si 25.805 -4.046 16.404
Si 28.515 -1.355 16.433
Si 31.227 1.353 16.413
Si 28.478 4.07 16.343
Si 31.258 6.829 16.347
Si 28.525 -6.784 16.381
Si 31.242 -4.076 16.423
Si 35.329 0.003 17.773
Si 37.998 2.764 17.737
Si 35.299 5.492 17.757
Si 38.065 8.185 17.78
Si 35.368 -5.415 17.733
Si 38.021 -2.7 17.796
Si 40.73 0.057 17.673
Si 27.142 2.711 17.742
Si 40.805 5.425 17.75
Si 27.145 8.217 17.749
Si 40.709 -5.429 17.744
Si 27.154 -2.693 17.819
Si 29.851 0.026 17.806
Si 32.632 2.686 17.75
Si 29.839 5.478 17.622
Si 32.601 -8.13 17.737
Si 29.877 -5.448 17.78
Si 32.611 -2.672 17.736
Si 34.008 1.344 19.169
Si 36.641 4.135 19.107
Si 33.989 6.903 19.118
Si 36.751 -6.714 19.142
Si 34.004 -4.034 19.042
Si 36.663 -1.344 19.175
Si 39.348 1.387 19.052
Si 25.793 4.044 19.127
Si 39.456 6.786 19.079
Si 25.74 9.601 19.092
Si 39.382 -4.067 19.137
Si 42.145 -1.331 18.885
Si 28.479 1.413 19.172
Si 31.203 4.122 18.92
Si 28.536 6.821 19.041
Si 31.236 -6.824 19.133
Si 28.511 -4.091 19.144
Si 31.258 -1.328 19.122
Si 32.643 -0.041 20.542
Si 35.336 2.779 20.523
Si 32.498 5.512 20.253
Si 35.357 8.285 20.495
Si 32.64 -5.397 20.352
Si 35.357 -2.77 20.52
Si 38.049 0.034 20.477
Si 40.655 2.742 20.443
Si 38.051 5.494 20.415
Si 40.76 8.13 20.485
Si 38.111 -5.394 20.621
Si 40.83 -2.632 20.258
Si 27.188 0.134 20.695
Si 29.911 2.827 20.371
Si 27.223 5.435 20.41
Si 29.855 8.145 20.504
Si 27.07 10.954 20.531
Si 29.91 -2.718 20.454
Si 33.682 -1.795 21.811
Si 36.966 1.63 21.82
Si 33.612 4.007 21.58
Si 37.025 7.165 21.693
Si 34.219 -6.385 21.745
Si 36.519 -4.261 21.963
Si 39.705 -1.15 21.641
Si 25.433 1.244 21.954
Si 39.115 3.924 21.794
Si 26.03 6.963 21.697
Si 39.319 -7 21.887
Si 42.357 -3.777 21.571
Si 28.573 -1.418 21.868
Si 31.496 1.699 21.642
Si 28.832 4.378 21.769
Si 31.063 6.567 21.778
Si 28.15 9.257 21.69
Si 31.414 -3.988 21.737
Si 31.98 -4.609 -5.439
Si 30.903 0.606 -3.795
Si 29.087 5.922 -4.048
Si 38.541 -3.018 23.984
Si 36.451 -0.473 -7.125
Si 32.988 4.098 -6.833
Si 37.827 -5.552 -1.694
Si 28.73 1.164 26.04
Si 38.429 7.71 25.531
Si 33.524 -0.759 24.53
Si 34.35 4.316 24.301
Si 31.256 -6.72 26.009
Si 36.992 -3.006 -5.628
Si 35.154 1.485 -3.919
Si 37.727 1.718 -5.712
Si 25.62 -4.203 -2.898
Si 35.481 1.566 24.334
Si 30.534 -0.036 23.968
Si 35.523 -7.748 -5.1
Si 25.364 2.929 -4.285
Si 40.787 -5.192 23.958
Si 30.894 0.983 -6.659
Si 33.229 0.125 -2.031
Si 23.3 -6.139 -2.918
Si 35.043 -6.63 -2.443
Si 38.173 5.461 -1.895
Si 39.825 6.603 -4.364
Si 27.182 -3.883 24.932
Si 30.78 -5.591 -2.776
Si 22.827 1.602 -5.433
Si 32.936 8.124 23.864
Si 27.092 2.958 24.059
Si 33.474 7.163 -6.873
Si 25.196 4.152 -7.106
Si 25.462 4.73 26.092
Si 28.393 -7.989 -5.962
Si 37.805 6.97 -6.663
Si 23.897 -1.711 -2.817
Si 24.04 5.698 23.671
Si 29.558 -2.905 -5.502
Si 30.289 7.953 -1.989
Si 28.189 -5.277 -4.364
Si 35.926 3.342 -1.931
Si 39.258 -4.245 -4.021
Si 26.846 4.83 -2.301
Si 30.748 3.307 -4.994
Si 37.52 4.105 -7.684
Si 34.878 -4.888 -4.789
Si 31.113 -7.169 -7.196
Si 33.954 1.389 -6.668
Si 29.573 -5.339 23.916
Si 40.806 1.447 -5.138
Si 28.662 -1.15 -3.011
Si 35.749 6.705 24.416
Si 34.008 -1.392 5.557
Si 36.749 1.364 5.646
Si 34.027 4.025 5.564
Si 36.788 6.785 5.647
Si 34.053 9.506 5.626
Si 36.752 -4.053 5.6
Si 39.488 -1.361 5.587
Si 42.194 1.351 5.625
Si 39.499 4.063 5.661
Si 25.908 6.747 5.435
Si 39.493 -6.792 5.615
Si 25.883 -4.139 5.412
Si 28.628 -1.432 5.446
Si 31.333 1.291 5.475
Si 28.653 3.989 5.523
Si 31.305 6.758 5.57
Si 28.594 -6.883 5.472
Si 31.329 -4.103 5.534
Si 35.372 -0.034 6.934
Si 38.108 2.721 6.995
Si 35.373 5.412 6.933
Si 38.138 -8.157 6.98
Si 35.396 -5.426 6.957
Si 38.12 -2.708 6.954
Si 40.827 -0.006 6.971
Si 27.238 2.653 6.836
Si 24.528 5.397 6.785
Si 27.229 8.103 6.84
Si 24.514 -5.475 6.786
Si 27.238 -2.778 6.794
Si 29.946 -0.045 6.834
Si 32.659 2.655 6.89
Si 29.962 5.374 6.905
Si 32.657 8.133 6.926
Si 29.934 -5.487 6.84
Si 32.654 -2.742 6.919
Si 34.008 1.327 8.279
Si 36.731 4.082 8.317
Si 34.008 6.774 8.282
Si 36.747 -6.8 8.306
Si 34.01 -4.083 8.292
Si 36.738 -1.367 8.304
Si 39.463 1.347 8.333
Si 25.864 4.035 8.17
Si 39.481 6.802 8.338
Si 25.859 9.486 8.171
Si 39.468 -4.075 8.313
Si 25.88 -1.415 8.165
Si 28.587 1.31 8.208
Si 31.312 4.024 8.261
Si 28.572 6.751 8.223
Si 31.28 -6.817 8.245
Si 28.569 -4.124 8.192
Si 31.276 -1.381 8.242
Si 32.625 -0.022 9.617
Si 35.357 2.705 9.64
Si 32.643 5.411 9.624
Si 35.363 -8.168 9.632
Si 32.629 -5.453 9.615
Si 35.363 -2.722 9.65
Si 38.085 -0.004 9.671
Si 24.489 2.678 9.515
Si 38.093 5.443 9.668
Si 24.492 8.128 9.524
Si 38.098 -5.435 9.66
Si 24.498 -2.758 9.52
Si 27.207 -0.042 9.552
Si 29.917 2.679 9.593
Si 27.195 5.4 9.565
Si 29.913 8.134 9.589
Si 27.2 -5.471 9.552
Si 29.905 -2.75 9.575
Si 33.981 -1.365 10.986
Si 36.713 1.361 11.009
Si 33.994 4.066 10.992
Si 36.717 -9.517 11.001
Si 33.986 -6.81 10.975
Si 36.719 -4.082 11.003
Si 39.449 -1.36 11.023
Si 25.839 1.329 10.901
Si 23.12 4.047 10.869
Si 25.832 6.774 10.913
Si 23.124 -6.829 10.877
Si 25.837 -4.108 10.91
Si 28.545 -1.391 10.937
Si 31.262 1.334 10.972
Si 28.548 4.049 10.938
Si 31.268 6.782 10.96
Si 28.549 9.503 10.936
Si 31.26 -4.088 10.957
Si 35.327 0.008 12.343
Si 38.073 2.722 12.369
Si 35.351 5.437 12.343
Si 38.068 -8.149 12.354
Si 35.334 -5.439 12.336
Si 38.073 -2.717 12.359
Si 40.806 -0.002 12.387
Si 27.177 2.692 12.289
Si 24.453 5.414 12.257
Si 27.178 8.148 12.285
Si 24.466 -5.465 12.261
Si 27.174 -2.74 12.293
Si 29.89 -0.028 12.314
Si 32.609 2.712 12.327
Si 29.893 5.425 12.304
Si 32.619 8.152 12.326
Si 29.891 -5.441 12.308
Si 32.607 -2.725 12.329
Si 33.959 1.367 13.696
Si 36.705 4.087 13.712
Si 33.981 6.796 13.687
Si 36.69 -6.791 13.695
Si 33.969 -4.074 13.687
Si 36.69 -1.351 13.686
Si 39.434 1.362 13.725
Si 25.798 4.056 13.633
Si 39.423 -9.515 13.704
Si 25.822 -6.804 13.648
Si 39.436 -4.075 13.71
Si 42.162 -1.354 13.754
Si 28.529 1.337 13.666
Si 31.242 4.071 13.676
Si 28.532 6.794 13.652
Si 31.256 9.532 13.667
Si 28.53 -4.08 13.673
Si 31.24 -1.376 13.692
Si 32.588 0.006 15.04
Si 35.322 2.731 15.048
Si 32.608 5.434 15.026
Si 35.327 8.17 15.049
Si 32.604 -5.424 15.045
Si 35.326 -2.702 15.037
Si 38.036 0.007 15.048
Si 40.794 2.743 15.064
Si 38.057 5.462 15.066
Si 40.778 -8.161 15.057
Si 38.049 -5.423 15.04
Si 40.78 -2.718 15.08
Si 27.169 -0.02 15.031
Si 29.879 2.708 15.029
Si 27.141 5.441 14.988
Si 29.882 8.18 15.007
Si 27.158 -5.424 15.033
Si 29.873 -2.723 15.063
Si -47.477 -1.672 0.227
Si -44.611 1.052 0.222
Si -47.938 4.272 0.33
Si -45.16 7.15 0.237
Si -47.495 -7.09 0.186
Si -45.138 -3.751 0.224
Si -42.436 -1.176 0.375
Si -39.776 1.702 0.126
Si -42.049 3.878 0.09
Si -39.75 7.087 0.048
Si -42.001 9.299 0.086
Si 42.39 -4.266 0.266
Si 45.284 -1.589 0.129
Si 47.352 1.74 0.366
Si 45.006 3.794 0.305
Si 47.919 6.592 0.468
Si 44.64 -6.461 0.109
Si 47.487 -3.837 0.233
Si -46.308 -0.012 1.462
Si -43.531 2.702 1.494
Si -46.246 5.449 1.481
Si -43.555 8.242 1.526
Si -46.298 -5.43 1.42
Si -43.632 -2.687 1.657
Si -40.823 0.069 1.492
Si 43.478 2.587 1.537
Si -40.878 5.478 1.381
Si 43.537 -8.112 1.419
Si -40.86 -5.431 1.422
Si 43.615 -2.662 1.449
Si 46.298 -0.002 1.536
Si -49.028 2.792 1.736
Si 46.203 5.421 1.561
Si -48.882 8.153 1.727
Si 46.269 -5.427 1.469
Si -48.949 -2.747 1.656
Si -47.596 1.356 2.894
Si -44.888 4.085 2.832
Si -47.526 6.758 2.997
Si -44.897 9.613 2.863
Si -47.603 -4.149 2.926
Si -44.98 -1.306 2.96
Si -42.172 1.39 2.904
Si -39.528 4.162 2.851
Si -42.221 6.795 2.824
Si -39.514 -6.767 2.838
Si -42.195 -4.094 2.846
Si 42.213 -1.344 2.818
Si 44.867 1.283 2.909
Si -50.392 4.141 3.04
Si 44.866 6.846 2.839
Si -50.334 -6.772 2.902
Si 44.935 -4.047 2.865
Si -50.268 -1.311 2.944
Si -48.925 0.024 4.303
Si -46.231 2.732 4.229
Si -48.954 5.461 4.34
Si -46.188 8.193 4.268
Si -48.971 -5.456 4.293
Si -46.278 -2.736 4.286
Si -43.546 0.034 4.263
Si -40.837 2.772 4.245
Si -43.54 5.437 4.221
Si -40.853 -8.156 4.195
Si -43.534 -5.409 4.258
Si -40.794 -2.702 4.136
Si 43.526 -0.039 4.273
Si -51.719 2.688 4.294
Si 43.569 5.46 4.25
Si -51.685 8.171 4.239
Si 43.562 -5.417 4.23
Si -51.644 -2.703 4.26
Si -47.611 -1.374 16.559
Si -44.922 1.315 16.515
Si -47.66 4.046 16.56
Si -44.909 6.793 16.56
Si -47.604 -6.817 16.574
Si -44.901 -4.063 16.567
Si -42.21 -1.396 16.542
Si 42.165 1.405 16.424
Si -42.164 4.084 16.52
Si 42.142 -9.529 16.397
Si -42.177 -6.797 16.498
Si 42.136 -4.102 16.418
Si 44.914 -1.349 16.455
Si -50.308 1.358 16.574
Si 44.881 4.067 16.491
Si -50.349 6.779 16.535
Si 44.872 -6.814 16.464
Si -50.304 -4.085 16.511
Si -46.254 -0.034 17.941
Si -43.581 2.712 17.819
Si -46.343 5.449 17.894
Si -43.506 8.158 17.882
Si -46.258 -5.425 17.932
Si -43.554 -2.741 17.997
Si -40.822 0.004 17.809
Si 43.516 2.725 17.851
Si -40.764 5.439 17.862
Si 43.455 -8.162 17.765
Si -40.838 -5.417 17.847
Si 43.555 -2.764 17.718
Si 46.227 -0.008 17.899
Si -48.967 2.687 18.01
Si 46.232 5.387 17.892
Si -49.013 -8.177 17.913
Si 46.263 -5.485 17.823
Si -48.989 -2.722 17.92
Si -47.602 1.263 19.374
Si -45.011 4.015 19.162
Si -47.707 6.788 19.31
Si -44.83 -6.77 19.247
Si -47.684 -4.108 19.311
Si -44.943 -1.375 19.373
Si -42.205 1.373 19.152
Si 42.105 4.072 19.169
Si -42.134 6.78 19.222
Si 42.04 -6.805 19.073
Si -42.154 -4.123 19.336
Si -39.438 -1.373 19.107
Si 44.881 1.386 19.242
Si 47.575 4.067 19.375
Si 44.776 -9.552 19.113
Si 47.553 -6.822 19.286
Si 44.886 -4.136 19.119
Si 47.547 -1.383 19.298
Si 48.916 -0.107 20.754
Si -46.248 2.692 20.698
Si 48.891 5.487 20.815
Si -46.325 8.248 20.501
Si 48.831 -5.444 20.734
Si -46.335 -2.777 20.728
Si -43.504 0.041 20.614
Si -40.866 2.748 20.513
Si -43.637 5.391 20.406
Si -40.784 8.158 20.624
Si -43.456 -5.52 20.769
Si -40.718 -2.721 20.564
Si 43.393 -0.03 20.336
Si 46.208 2.66 20.752
Si 43.441 5.438 20.525
Si 46.082 -8.204 20.5
Si 43.421 -5.46 20.367
Si 46.161 -2.806 20.583
Si 49.883 -1.832 22.103
Si -44.563 1.634 22.009
Si 50.08 3.825 22.047
Si -44.807 6.967 21.658
Si 50.552 -6.511 21.93
Si -45.093 -4.343 21.97
Si -41.871 -1.11 21.842
Si 41.792 1.089 21.61
Si -42.467 3.94 21.779
Si 42.268 6.976 21.867
Si -42.415 -7.255 22.124
Si -39.028 -3.928 21.689
Si 44.507 -1.582 21.654
Si 47.85 1.525 22.091
Si 44.982 4.326 21.885
Si 47.117 -9.691 21.978
Si 44.418 -7.083 21.705
Si 47.529 -3.987 22.135
Si 45.182 -4.323 -6.687
Si 47.705 1.37 -2.564
Si 44.549 5.165 -4.679
Si -45.6 2.604 -7.122
Si -40.932 -0.378 -7.388
Si -48.238 4.791 -4.817
Si -43.613 -5.312 -2.068
Si 44.757 -0.1 24.331
Si -42.451 7.987 24.972
Si -47.698 -0.956 25.067
Si -46.649 4.15 24.984
Si 47.315 8.009 24.867
Si -43.079 -1.879 -6.398
Si -45.67 1.158 -2.649
Si -40.903 1.313 -4.675
Si 45.91 -6.942 -2.807
Si -45.527 1.235 24.947
Si 47.439 0.37 25.076
Si -47.889 -5.357 -4.803
Si 42.279 0.067 -2.752
Si -40.323 -4.284 24.311
Si -48.48 2.463 -6.814
Si -48.084 -0.749 -2.559
Si 40.78 -6.844 -5.035
Si -45.136 -6.768 -4.24
Si -44.06 5.256 -1.871
Si -44.217 6.803 -4.462
Si 43.147 -4.632 25.829
Si 48.682 -5.614 -2.035
Si 41.713 4.396 -5.374
Si -47.761 -7.469 24.86
Si 43.5 2.548 23.87
Si -46.109 5.668 -6.602
Si 42.472 -1.56 25.774
Si 41.477 3.551 26.071
Si 45.571 7.621 -6.402
Si -42.514 -7.485 -5.486
Si 40.89 -2.561 -1.912
Si 40.407 5.723 24.095
Si 46.465 -2.042 -5.082
Si 46.393 6.77 -1.923
Si 43.881 -6.51 -5.212
Si -46.74 3.795 -2.373
Si -41.975 -3.6 -4.214
Si 43.809 5.69 -1.677
Si 47.094 4.285 -3.611
Si -43.008 -3.146 23.906
Si -48.546 -2.525 -4.94
Si 47.599 -6.458 -6.561
Si 48.33 -0.366 -6.696
Si 45.755 -5.654 24.214
Si -43.783 0.961 -5.072
Si 45.168 -0.375 -2.789
Si -45.391 6.811 24.619
Si -47.606 -1.367 5.656
Si -44.884 1.393 5.627
Si -47.587 4.067 5.634
Si -44.854 6.812 5.616
Si -47.589 9.511 5.63
Si -44.878 -4.059 5.631
Si -42.154 -1.358 5.555
Si -39.474 1.368 5.57
Si -42.191 4.101 5.618
Si 42.211 6.795 5.636
Si -42.185 -6.802 5.592
Si 42.202 -4.066 5.595
Si -53.019 -1.377 5.628
Si -50.313 1.365 5.642
Si -53.031 4.088 5.637
Si -50.319 6.84 5.642
Si -53.02 -6.783 5.608
Si -50.303 -4.066 5.635
Si -46.229 0.008 6.985
Si -43.532 2.743 6.994
Si -46.226 5.449 6.976
Si -43.511 -8.157 6.989
Si -46.234 -5.434 6.983
Si -43.5 -2.701 6.962
Si -40.822 0.008 6.945
Si 43.537 2.721 6.989
Si 40.848 5.442 6.996
Si 43.561 -8.151 6.981
Si 40.845 -5.426 6.964
Si 43.548 -2.728 6.986
Si -51.664 -0.009 6.989
Si -48.944 2.717 7
Si -51.656 5.445 6.988
Si -48.948 8.174 7.006
Si -51.66 -5.436 6.982
Si -48.959 -2.718 7.014
Si -47.587 1.356 8.358
Si -44.881 4.098 8.361
Si -47.587 6.799 8.347
Si -44.878 -6.799 8.344
Si -47.588 -4.08 8.355
Si -44.86 -1.349 8.337
Si -42.169 1.364 8.332
Si 42.187 4.073 8.352
Si -42.16 6.809 8.353
Si 42.195 -6.79 8.329
Si -42.154 -4.075 8.319
Si 42.188 -1.36 8.332
Si 44.903 1.361 8.341
Si -50.295 4.088 8.35
Si 44.91 6.806 8.346
Si -50.302 -6.784 8.357
Si 44.905 -4.083 8.347
Si -50.313 -1.359 8.365
Si -48.945 -0.003 9.716
Si -46.235 2.725 9.718
Si -48.938 5.441 9.715
Si -46.233 -8.159 9.713
Si -48.944 -5.435 9.723
Si -46.222 -2.714 9.699
Si -43.518 0.01 9.71
Si 40.818 2.711 9.691
Si -43.519 5.45 9.723
Si 40.831 -8.149 9.683
Si -43.513 -5.433 9.692
Si 40.821 -2.718 9.679
Si 43.544 -0.001 9.695
Si 46.264 2.719 9.698
Si 43.548 5.44 9.694
Si 46.268 -8.159 9.71
Si 43.549 -5.441 9.701
Si 46.256 -2.725 9.718
Si -47.583 -1.364 11.069
Si -44.877 1.366 11.081
Si -47.591 4.08 11.086
Si -44.881 -9.515 11.088
Si -47.592 -6.805 11.08
Si -44.875 -4.082 11.06
Si -42.161 -1.358 11.063
Si 42.181 1.356 11.048
Si 39.446 4.078 11.025
Si 42.181 -9.517 11.035
Si 39.452 -6.793 11.02
Si 42.181 -4.074 11.04
Si 44.898 -1.358 11.064
Si -50.303 1.362 11.067
Si 44.903 4.077 11.051
Si -50.296 6.8 11.073
Si 44.907 -6.799 11.062
Si -50.3 -4.077 11.083
Si -46.242 0.003 12.438
Si -43.525 2.72 12.457
Si -46.237 5.439 12.455
Si -43.525 -8.147 12.444
Si -46.233 -5.439 12.433
Si -43.527 -2.721 12.422
Si -40.805 0.007 12.425
Si 43.543 2.716 12.403
Si 40.806 5.446 12.372
Si 43.539 -8.168 12.398
Si 40.81 -5.437 12.376
Si 43.532 -2.718 12.412
Si -51.656 -0.003 12.423
Si -48.956 2.718 12.44
Si -51.66 5.428 12.415
Si -48.945 8.152 12.449
Si -51.658 -5.446 12.435
Si -48.933 -2.721 12.441
Si -47.607 1.354 13.806
Si -44.891 4.074 13.827
Si -47.603 6.786 13.826
Si -44.894 -6.797 13.813
Si -47.584 -4.088 13.81
Si -44.893 -1.371 13.789
Si -42.164 1.349 13.812
Si 42.17 4.091 13.727
Si -42.17 -9.514 13.801
Si 42.165 -6.807 13.728
Si -42.18 -4.083 13.787
Si -39.448 -1.35 13.789
Si -53.017 1.36 13.772
Si -50.323 4.069 13.798
Si -53.023 6.791 13.755
Si -50.304 9.513 13.807
Si -53.026 -4.076 13.772
Si -50.288 -1.352 13.792
Si -48.954 0.003 15.192
Si -46.272 2.712 15.184
Si -48.982 5.421 15.176
Si -46.25 8.158 15.186
Si -48.936 -5.454 15.175
Si -46.243 -2.715 15.18
Si -43.543 -0.028 15.16
Si -40.795 2.729 15.151
Si -43.534 5.45 15.178
Si -40.794 -8.151 15.144
Si -43.548 -5.423 15.173
Si -40.832 -2.715 15.14
Si 43.529 0.006 15.109
Si -51.665 2.696 15.166
Si 43.539 5.427 15.098
Si -51.68 8.135 15.137
Si 43.519 -5.457 15.093
Si -51.647 -2.724 15.126
Si -31.136 -1.646 0.021
Si -28.525 1.107 0.08
Si -31.645 4.189 0.171
Si -28.951 7.078 0.186
Si -31.223 -7.155 0.377
Si -28.822 -3.782 0.062
Si -26.23 -1.029 0.065
Si -23.516 1.739 0.084
Si -25.748 3.945 -0.033
Si -23.617 7.124 0.036
Si -25.93 9.224 0.121
Si -39.294 -4.292 0.079
Si -36.309 -1.583 0.004
Si -34.38 1.742 0.206
Si -36.74 3.794 0.258
Si -33.72 6.516 0.28
Si -37.08 -6.538 0.078
Si -34.101 -3.827 0.127
Si -30.067 -0.035 1.397
Si -27.324 2.75 1.288
Si -30.04 5.398 1.416
Si -27.372 8.13 1.566
Si -29.983 -5.417 1.378
Si -27.317 -2.627 1.419
Si -24.628 0.108 1.362
Si -38.225 2.671 1.605
Si -24.653 5.493 1.364
Si -38.189 -8.111 1.427
Si -24.697 -5.455 1.35
Si -38.054 -2.664 1.268
Si -35.38 0.014 1.456
Si -32.802 2.76 1.578
Si -35.477 5.435 1.431
Si -32.672 8.008 1.734
Si -35.37 -5.452 1.321
Si -32.65 -2.675 1.505
Si -31.388 1.342 2.791
Si -28.643 4.066 2.73
Si -31.298 6.665 2.984
Si -28.66 9.595 2.839
Si -31.338 -4.106 2.811
Si -28.69 -1.326 2.814
Si -25.981 1.434 2.742
Si -23.219 4.189 2.707
Si -25.994 6.748 2.827
Si -23.307 -6.771 2.752
Si -25.967 -4.04 2.726
Si -39.414 -1.351 2.735
Si -36.816 1.28 2.867
Si -34.148 4.126 2.911
Si -36.804 6.839 2.774
Si -34.1 -6.804 2.807
Si -36.731 -4.054 2.715
Si -34.001 -1.293 2.843
Si -32.689 0.034 4.233
Si -30.001 2.716 4.118
Si -32.738 5.399 4.297
Si -29.977 8.174 4.208
Si -32.721 -5.449 4.165
Si -30.004 -2.72 4.177
Si -27.306 0.054 4.128
Si -24.571 2.786 4.064
Si -27.325 5.4 4.168
Si -24.611 -8.158 4.122
Si -27.281 -5.378 4.16
Si -24.568 -2.673 4.043
Si -38.139 -0.054 4.231
Si -35.471 2.7 4.216
Si -38.134 5.491 4.192
Si -35.453 8.178 4.178
Si -38.103 -5.394 4.144
Si -35.397 -2.705 4.138
Si -31.197 -1.324 16.438
Si -28.52 1.382 16.405
Si -31.24 4.103 16.467
Si -28.487 6.862 16.446
Si -31.191 -6.789 16.504
Si -28.476 -4.054 16.425
Si -25.792 -1.35 16.369
Si -39.416 1.374 16.501
Si -25.769 4.147 16.352
Si -39.419 -9.529 16.478
Si -25.747 -6.747 16.375
Si -39.457 -4.084 16.462
Si -36.674 -1.325 16.465
Si -33.942 1.42 16.466
Si -36.673 4.093 16.499
Si -33.92 6.804 16.483
Si -36.686 -6.825 16.452
Si -33.911 -4.07 16.451
Si -29.839 0.022 17.83
Si -27.17 2.805 17.694
Si -29.888 5.509 17.792
Si -27.058 8.213 17.78
Si -29.779 -5.419 17.835
Si -27.114 -2.717 17.814
Si -24.373 0.068 17.589
Si -38.039 2.734 17.869
Si -24.336 5.484 17.679
Si -38.066 -8.163 17.827
Si -24.388 -5.355 17.713
Si -38.057 -2.723 17.755
Si -35.321 0.083 17.812
Si -32.549 2.719 17.876
Si -35.255 5.426 17.844
Si -32.555 -8.166 17.876
Si -35.232 -5.515 17.755
Si -32.538 -2.688 17.796
Si -31.158 1.369 19.263
Si -28.535 4.146 19.106
Si -31.186 6.821 19.275
Si -28.344 -6.742 19.215
Si -31.173 -4.058 19.166
Si -28.476 -1.353 19.184
Si -25.724 1.445 18.915
Si -39.397 4.09 19.235
Si -25.639 6.827 19.067
Si -39.495 -6.807 19.153
Si -25.715 -4.058 19.194
Si -22.981 -1.281 18.907
Si -36.677 1.395 19.252
Si -33.899 4.066 19.262
Si -36.619 -9.49 19.137
Si -33.903 -6.81 19.245
Si -36.638 -4.15 18.973
Si -33.889 -1.25 19.088
Si -32.533 -0.027 20.622
Si -29.807 2.81 20.61
Si -32.529 5.43 20.676
Si -29.745 8.216 20.547
Si -32.51 -5.427 20.565
Si -29.811 -2.737 20.596
Si -27.006 0.084 20.316
Si -24.392 2.788 20.308
Si -27.097 5.493 20.369
Si -24.228 8.232 20.364
Si -26.96 -5.433 20.717
Si -24.268 -2.607 20.344
Si -38.129 0.005 20.482
Si -35.279 2.704 20.663
Si -37.941 5.465 20.497
Si -35.289 -8.175 20.596
Si -37.991 -5.482 20.343
Si -35.301 -2.707 20.201
Si -31.468 -1.707 21.937
Si -28.078 1.639 21.672
Si -31.434 3.835 22.07
Si -28.14 7.036 21.797
Si -30.852 -6.527 21.886
Si -28.644 -4.287 21.95
Si -25.431 -1.015 21.643
Si -39.748 1.151 21.792
Si -25.954 3.913 21.631
Si -39.08 7.044 21.765
Si -25.742 -7.173 21.897
Si -22.567 -3.734 21.498
Si -36.887 -1.671 21.523
Si -33.675 1.533 21.97
Si -36.403 4.371 21.901
Si -34.153 -9.759 21.945
Si -36.951 -7.002 21.783
Si -33.814 -3.778 21.609
Si -34.679 -4.849 -5.813
Si -33.79 1.409 -2.787
Si -37.181 4.896 -4.785
Si -23.957 -4.054 24.154
Si -25.257 -2.233 -6.9
Si -32.279 4.314 -6.347
Si -27.823 -5.716 -2.049
Si -36.593 -0.301 24.095
Si -24.238 7.914 24.175
Si -31.261 -0.717 24.891
Si -30.279 3.939 24.999
Si -32.883 -7.7 23.846
Si -24.008 -4.752 -6.251
Si -27.376 -1.887 -4.943
Si -25.197 -1.38 -2.848
Si -35.773 -6.964 -2.684
Si -29.051 1.259 24.471
Si -34.1 0.45 24.973
Si -30.47 -5.651 -3.449
Si -39.168 0.155 -2.47
Si -24.426 0.384 -7.537
Si -29.182 0.097 -6.544
Si -32.083 -0.981 -2.943
Si -40.252 -5.677 -5.617
Si -30.454 -7.909 -5.241
Si -27.743 5.225 -1.965
Si -30.233 2.432 -5.129
Si -36.624 -4.617 25.891
Si -32.996 -5.76 -1.819
Si -39.11 2.949 -6.135
Si -33.774 -2.523 -7.331
Si -37.861 2.466 23.866
Si -28.22 6.55 -4.725
Si -38.413 -2.336 25.24
Si -39.345 3.806 25.996
Si -36.019 7.411 -6.385
Si -29.943 6.314 -6.954
Si -40.61 -2.386 -1.866
Si -40.817 5.589 23.92
Si -34.507 -2.268 -4.441
Si -34.997 6.688 -2.343
Si -37.152 -6.212 -5.319
Si -29.875 2.91 -1.97
Si -25.473 -5.933 -3.901
Si -37.845 5.55 -1.897
Si -34.362 4.216 -4.093
Si -26.7 -2.846 23.868
Si -30.085 -2.777 -4.361
Si -33.31 -7.589 -6.162
Si -30.695 -2.35 -7.403
Si -35.101 -5.535 23.672
Si -28.19 2.747 -7.265
Si -36.349 -0.39 -2.967
Si -28.329 6.08 24.767
Si -31.34 -1.356 5.556
Si -28.644 1.389 5.513
Si -31.338 4.036 5.568
Si -28.616 6.811 5.542
Si -31.363 9.522 5.544
Si -28.63 -4.046 5.538
Si -25.917 -1.323 5.44
Si -23.205 1.409 5.404
Si -25.913 4.089 5.492
Si -39.482 6.832 5.577
Si -25.926 -6.769 5.488
Si -39.456 -4.055 5.539
Si -36.749 -1.388 5.565
Si -34.069 1.378 5.577
Si -36.801 4.095 5.563
Si -34.083 6.832 5.572
Si -36.783 -6.769 5.546
Si -34.054 -4.064 5.528
Si -29.974 0.019 6.894
Si -27.264 2.739 6.864
Si -29.982 5.448 6.893
Si -27.253 -8.135 6.875
Si -29.986 -5.424 6.886
Si -27.248 -2.674 6.852
Si -24.543 0.04 6.786
Si -38.126 2.726 6.946
Si -40.82 5.463 6.961
Si -38.121 -8.128 6.937
Si -40.806 -5.424 6.925
Si -38.108 -2.724 6.942
Si -35.407 -0.006 6.93
Si -32.693 2.709 6.947
Si -35.425 5.452 6.928
Si -32.707 8.179 6.928
Si -35.404 -5.422 6.911
Si -32.701 -2.713 6.912
Si -31.319 1.359 8.288
Si -28.601 4.104 8.243
Si -31.327 6.813 8.264
Si -28.611 -6.778 8.237
Si -31.326 -4.064 8.265
Si -28.596 -1.33 8.238
Si -25.885 1.381 8.192
Si -39.47 4.088 8.32
Si -25.873 6.829 8.205
Si -39.462 -6.776 8.318
Si -25.88 -4.044 8.188
Si -39.455 -1.35 8.308
Si -36.753 1.365 8.298
Si -34.042 4.1 8.287
Si -36.762 6.822 8.3
Si -34.045 -6.771 8.29
Si -36.746 -4.076 8.307
Si -34.04 -1.354 8.296
Si -32.668 0.001 9.653
Si -29.947 2.742 9.618
Si -32.669 5.457 9.642
Si -29.951 -8.142 9.613
Si -32.668 -5.421 9.648
Si -29.947 -2.697 9.604
Si -27.229 0.034 9.581
Si -40.815 2.728 9.698
Si -27.224 5.471 9.582
Si -40.803 -8.142 9.7
Si -27.227 -5.407 9.564
Si -40.803 -2.711 9.687
Si -38.098 0.007 9.678
Si -35.385 2.727 9.653
Si -38.104 5.453 9.673
Si -35.386 -8.142 9.659
Si -38.093 -5.43 9.688
Si -35.384 -2.714 9.672
Si -31.287 -1.348 10.999
Si -28.57 1.391 10.967
Si -31.291 4.104 10.994
Si -28.567 -9.491 10.963
Si -31.29 -6.781 10.994
Si -28.569 -4.054 10.947
Si -25.847 -1.329 10.907
Si -39.448 1.366 11.053
Si -42.167 4.079 11.082
Si -39.447 -9.512 11.057
Si -42.166 -6.792 11.067
Si -39.446 -4.068 11.057
Si -36.733 -1.349 11.043
Si -34.013 1.374 11.014
Si -36.733 4.089 11.023
Si -34.008 6.825 11.013
Si -36.724 -6.788 11.047
Si -34.008 -4.065 11.032
Si -29.917 0.026 12.34
Si -27.2 2.757 12.316
Si -29.909 5.466 12.342
Si -27.189 -8.118 12.299
Si -29.903 -5.416 12.332
Si -27.192 -2.69 12.285
Si -24.482 0.047 12.241
Si -38.079 2.731 12.403
Si -40.804 5.45 12.432
Si -38.074 -8.158 12.411
Si -40.805 -5.431 12.424
Si -38.084 -2.708 12.421
Si -35.354 0.012 12.393
Si -32.639 2.739 12.362
Si -35.357 5.451 12.369
Si -32.63 8.176 12.376
Si -35.349 -5.432 12.409
Si -32.625 -2.709 12.382
Si -31.265 1.388 13.716
Si -28.536 4.119 13.704
Si -31.244 6.824 13.729
Si -28.53 -6.766 13.69
Si -31.234 -4.064 13.726
Si -28.53 -1.334 13.673
Si -25.819 1.391 13.646
Si -39.433 4.084 13.779
Si -25.806 -9.465 13.645
Si -39.434 -6.799 13.771
Si -25.817 -4.051 13.623
Si -23.107 -1.306 13.576
Si -36.702 1.38 13.759
Si -33.982 4.109 13.73
Si -36.699 6.794 13.754
Si -33.966 9.53 13.764
Si -36.705 -4.065 13.772
Si -33.972 -1.34 13.749
Si -32.602 0.028 15.104
Si -29.896 2.75 15.072
Si -32.597 5.452 15.089
Si -29.869 8.194 15.08
Si -32.558 -5.439 15.108
Si -29.853 -2.693 15.069
Si -27.166 0.023 15.029
Si -24.441 2.785 14.954
Si -27.156 5.509 15.033
Si -24.411 -8.106 14.985
Si -27.142 -5.404 15.028
Si -24.452 -2.674 14.951
Si -38.063 0.021 15.121
Si -35.326 2.752 15.105
Si -38.05 5.437 15.128
Si -35.318 8.136 15.111
Si -38.064 -5.441 15.123
Si -35.315 -2.708 15.119
Si -14.681 -1.614 -0.13
Si -12.091 1.049 -0.193
Si -15.368 4.271 0.097
Si -12.456 7.101 0.004
Si -14.729 -7.06 -0.066
Si -12.597 -3.974 -0.037
Si -9.946 -1.226 -0.153
Si -7.183 1.541 0.013
Si -9.276 3.853 -0.077
Si -7.064 7.014 -0.211
Si -9.36 -7.188 0.038
Si -23.012 -4.269 0.243
Si -20.255 -1.574 -0.06
Si -18.111 1.773 -0.148
Si -20.256 4.06 0.036
Si -17.487 -9.787 -0.186
Si -20.851 -6.52 0.071
Si -18.057 -3.863 -0.012
Si -13.647 -0.013 1.219
Si -10.946 2.679 1.114
Si -13.685 5.475 1.208
Si -10.915 8.109 1.421
Si -13.715 -5.475 1.32
Si -11.025 -2.764 1.231
Si -8.36 -0.059 1.205
Si -21.878 2.875 1.298
Si -8.141 5.439 1.197
Si -21.979 -8.111 1.349
Si -8.247 -5.468 1.189
Si -21.819 -2.641 1.378
Si -19.155 0.094 1.181
Si -16.552 2.749 1.347
Si -19.046 5.535 1.324
Si -16.382 -8.187 1.162
Si -19.179 -5.428 1.31
Si -16.387 -2.683 1.156
Si -15.064 1.358 2.539
Si -12.306 4.055 2.488
Si -15.035 -9.505 2.606
Si -12.276 -6.763 2.666
Si -15.106 -4.077 2.594
Si -12.333 -1.373 2.621
Si -9.644 1.351 2.573
Si -6.792 4.094 2.558
Si -9.545 6.691 2.635
Si -6.826 -6.808 2.51
Si -9.594 -4.093 2.533
Si -23.235 -1.283 2.669
Si -20.541 1.407 2.599
Si -17.801 4.138 2.745
Si -20.513 6.858 2.618
Si -17.757 -6.821 2.551
Si -20.477 -4.037 2.721
Si -17.734 -1.275 2.53
Si -16.392 0.026 3.946
Si -13.675 2.727 3.877
Si -16.374 5.483 4.015
Si -13.671 -8.144 3.961
Si -16.435 -5.444 3.949
Si -13.71 -2.729 3.947
Si -10.961 -0.004 3.952
Si -8.207 2.716 3.871
Si -10.95 5.359 3.927
Si -8.177 8.145 3.891
Si -10.914 -5.402 3.967
Si -8.187 -2.73 3.84
Si -21.86 0.061 4.017
Si -19.186 2.745 4.013
Si -21.836 5.513 4.044
Si -19.13 8.201 3.965
Si -21.88 -5.397 4.051
Si -19.074 -2.641 3.967
Si -14.898 -1.337 16.105
Si -12.22 1.387 16.058
Si -14.934 4.14 16.12
Si -12.197 6.841 16.119
Si -14.906 -6.766 16.165
Si -12.188 -4.042 16.116
Si -9.492 -1.377 16.058
Si -23.029 1.457 16.273
Si -9.489 4.116 16.057
Si -23.007 -9.455 16.316
Si -9.496 9.539 16.097
Si -23.068 -4.023 16.281
Si -20.334 -1.284 16.19
Si -17.618 1.454 16.125
Si -20.315 4.149 16.261
Si -17.609 6.869 16.217
Si -20.298 -6.751 16.252
Si -17.582 -4.047 16.173
Si -13.528 0.008 17.437
Si -10.889 2.782 17.377
Si -13.604 5.524 17.464
Si -10.841 8.195 17.485
Si -13.57 -5.357 17.481
Si -10.819 -2.7 17.486
Si -8.106 -0.023 17.358
Si -21.672 2.825 17.66
Si -8.123 5.454 17.426
Si -21.615 -8.091 17.662
Si -8.123 -5.421 17.43
Si -21.651 -2.664 17.555
Si -19.004 0.16 17.478
Si -16.227 2.753 17.499
Si -18.922 5.499 17.602
Si -16.224 -8.114 17.586
Si -18.871 -5.419 17.573
Si -16.234 -2.661 17.505
Si -14.848 1.36 18.809
Si -12.273 4.129 18.748
Si -14.883 6.838 18.965
Si -12.229 9.587 18.808
Si -14.879 -4 18.914
Si -12.186 -1.322 18.827
Si -9.513 1.354 18.6
Si -22.96 4.203 19.095
Si -9.455 6.806 18.805
Si -22.939 -6.671 19.006
Si -9.429 -4.061 18.824
Si -6.756 -1.305 18.805
Si -20.307 1.449 18.972
Si -17.525 4.109 18.905
Si -20.214 -9.442 19.019
Si -17.497 -6.738 19.003
Si -20.202 -3.995 18.846
Si -17.592 -1.173 18.718
Si -16.258 0.071 20.159
Si -13.48 2.686 20.16
Si -16.102 5.346 20.34
Si -13.59 8.317 20.273
Si -16.216 -5.306 20.387
Si -13.504 -2.617 20.267
Si -10.784 0.065 20.064
Si -8.226 2.693 19.966
Si -10.95 5.504 20.07
Si -8.117 8.183 20.192
Si -10.822 -5.408 20.136
Si -8.052 -2.716 20.172
Si -21.655 0.063 20.309
Si -18.926 2.82 20.289
Si -21.574 5.599 20.475
Si -18.72 -8.189 20.391
Si -21.431 -5.354 20.283
Si -18.92 -2.465 20.064
Si -15.12 -1.433 21.528
Si -11.867 1.608 21.468
Si -14.998 3.654 21.632
Si -11.998 7.107 21.439
Si -14.58 9.939 21.743
Si -12.283 -4.208 21.501
Si -9.259 -1.103 21.363
Si -23.271 1.194 21.57
Si -9.795 3.859 21.199
Si -22.544 7.347 21.76
Si -9.75 9.301 21.445
Si -6.337 -3.811 21.367
Si -20.424 -1.477 21.587
Si -17.385 1.599 21.538
Si -19.964 4.417 21.68
Si -17.586 6.465 21.728
Si -20.18 -6.87 21.626
Si -17.388 -3.52 21.404
Si -21.602 -5.181 -4.381
Si -17.697 0.772 -3.082
Si -20.537 2.371 -6.077
Si -8.835 -2.093 25.291
Si -6.982 -4.232 24.229
Si -15.728 1.047 -7.386
Si -10.951 -5.608 -2.117
Si -23.622 5.32 -6.269
Si -10.159 7.255 25.193
Si -12.686 -6.769 -4.454
Si -14.394 4.174 24.662
Si -16.036 6.594 24.507
Si -12.877 0.357 -7.663
Si -17.035 -4.125 -2.879
Si -4.715 -3.215 26.054
Si -20.443 -7.649 -2.862
Si -13.292 -0.141 23.689
Si -19.19 0.359 23.795
Si -11.31 -4.61 -6.073
Si -23.083 0.879 -2.769
Si -9.124 -6.29 24.38
Si -14.204 -0.385 -5.427
Si -15.556 -1.457 -2.979
Si -25.397 7.816 -5.377
Si -13.026 6.85 -6.099
Si -7.095 2.731 24.36
Si -6.152 -5.141 -5.041
Si -21.41 0.002 -7.759
Si -15.545 -6.669 -3.036
Si -22.521 3.536 -4.109
Si -15.6 -5.984 24.579
Si -21.431 2.568 23.739
Si -11.898 1.525 -5.282
Si -25.183 3.214 -7.7
Si -23.14 3.951 25.984
Si -20.728 5.136 -7.265
Si -8.583 0.682 26.11
Si -23.673 -3.925 -2.614
Si -25.546 5.199 24.418
Si -19.439 -3.085 -4.674
Si -17.787 7.587 -3.165
Si -17.979 5.742 -5.734
Si -13.427 3.118 -1.841
Si -8.798 -3.28 -2.293
Si -21.729 5.891 -2.136
Si -17.501 2.655 -5.544
Si -11.115 -2.368 23.636
Si -12.59 4.333 -4.37
Si -15.792 7.031 -7.722
Si -19.135 -2.216 -7.631
Si -18.493 -5.085 23.609
Si -11.26 5.132 -1.882
Si -20.505 -0.618 -3.061
Si -13.021 6.61 24.314
Si -15.041 -1.345 5.304
Si -12.321 1.375 5.271
Si -14.997 4.087 5.296
Si -12.287 -9.536 5.262
Si -15.034 9.543 5.304
Si -12.303 -4.055 5.294
Si -9.542 -1.368 5.233
Si -6.839 1.356 5.218
Si -9.557 4.045 5.27
Si -23.191 6.841 5.44
Si -9.537 -6.805 5.252
Si -23.207 -4.025 5.416
Si -20.462 -1.308 5.34
Si -17.759 1.389 5.313
Si -20.503 4.117 5.39
Si -17.763 6.843 5.336
Si -20.476 -6.762 5.359
Si -17.752 -4.046 5.319
Si -13.664 0.02 6.642
Si -10.926 2.708 6.628
Si -13.634 5.447 6.648
Si -10.908 -8.166 6.6
Si -13.651 -5.425 6.647
Si -10.909 -2.7 6.615
Si -8.184 -0.005 6.587
Si -21.844 2.762 6.766
Si -24.54 5.475 6.811
Si -21.811 -8.112 6.76
Si -24.539 -5.395 6.802
Si -21.811 -2.664 6.734
Si -19.099 0.038 6.704
Si -16.374 2.743 6.657
Si -19.104 5.477 6.709
Si -16.387 8.198 6.68
Si -19.11 -5.39 6.699
Si -16.377 -2.703 6.678
Si -15.007 1.384 8.01
Si -12.261 4.092 7.989
Si -14.998 6.821 7.998
Si -12.263 -6.796 7.965
Si -14.995 -4.058 8.016
Si -12.268 -1.336 7.973
Si -9.542 1.351 7.957
Si -23.178 4.115 8.154
Si -9.53 -9.517 7.945
Si -23.159 -6.755 8.139
Si -9.534 -4.077 7.942
Si -23.16 -1.317 8.125
Si -20.449 1.397 8.083
Si -17.719 4.11 8.034
Si -20.443 6.838 8.093
Si -17.731 -6.752 8.042
Si -20.451 -4.035 8.083
Si -17.729 -1.334 8.043
Si -16.352 0.027 9.381
Si -13.625 2.743 9.349
Si -16.345 5.471 9.375
Si -13.618 -8.142 9.34
Si -16.349 -5.406 9.387
Si -13.614 -2.696 9.344
Si -10.898 0.011 9.326
Si -24.521 2.758 9.532
Si -10.885 5.456 9.322
Si -24.499 -8.114 9.526
Si -10.887 -5.434 9.306
Si -24.5 -2.677 9.517
Si -21.792 0.045 9.472
Si -19.071 2.761 9.414
Si -21.794 5.487 9.472
Si -19.069 -8.111 9.421
Si -21.787 -5.39 9.474
Si -19.073 -2.681 9.427
Si -14.966 -1.334 10.712
Si -12.246 1.383 10.686
Si -14.969 4.113 10.715
Si -12.239 -9.497 10.684
Si -14.964 -6.775 10.708
Si -12.235 -4.066 10.672
Si -9.516 -1.358 10.648
Si -23.135 1.401 10.858
Si -25.855 4.113 10.928
Si -23.128 -9.476 10.864
Si -25.848 -6.763 10.908
Si -23.129 -4.037 10.862
Si -20.417 -1.321 10.808
Si -17.696 1.397 10.749
Si -20.414 4.124 10.795
Si -17.685 6.844 10.745
Si -20.411 -6.757 10.807
Si -17.693 -4.045 10.761
Si -13.596 0.03 12.051
Si -10.873 2.742 12.031
Si -13.595 5.475 12.055
Si -10.864 -8.136 12.026
Si -13.584 -5.417 12.042
Si -10.861 -2.713 12.018
Si -8.155 0.008 11.992
Si -21.759 2.778 12.182
Si -24.474 5.494 12.251
Si -21.748 -8.112 12.196
Si -24.467 -5.4 12.244
Si -21.757 -2.671 12.202
Si -19.034 0.045 12.133
Si -16.325 2.764 12.084
Si -19.039 5.5 12.116
Si -16.309 8.198 12.089
Si -19.037 -5.395 12.145
Si -16.306 -2.69 12.092
Si -14.95 1.398 13.411
Si -12.222 4.113 13.39
Si -14.933 6.844 13.432
Si -12.217 -6.772 13.393
Si -14.921 -4.059 13.418
Si -12.211 -1.338 13.372
Si -9.497 1.373 13.362
Si -23.089 4.139 13.58
Si -9.493 6.828 13.374
Si -23.082 -6.756 13.584
Si -9.498 -4.084 13.362
Si -6.799 -1.358 13.341
Si -20.37 1.421 13.501
Si -17.663 4.151 13.446
Si -20.363 6.847 13.523
Si -17.651 9.558 13.465
Si -20.375 -4.036 13.533
Si -17.653 -1.325 13.458
Si -16.285 0.041 14.79
Si -13.589 2.767 14.747
Si -16.301 5.506 14.8
Si -13.561 -8.115 14.776
Si -16.263 -5.413 14.796
Si -13.546 -2.692 14.747
Si -10.848 0.015 14.722
Si -8.135 2.735 14.712
Si -10.858 5.482 14.732
Si -8.128 8.176 14.744
Si -10.853 -5.418 14.745
Si -8.132 -2.732 14.707
Si -21.718 0.078 14.878
Si -19.004 2.811 14.824
Si -21.697 5.499 14.917
Si -18.983 8.209 14.857
Si -21.707 -5.395 14.927
Si -18.981 -2.676 14.852
O 2.555 -7.441 -7.063
O 5.379 2.659 21.876
O 8.286 2.691 -0.538
O 2.032 4.125 22.615
O 9.235 -5.076 22.572
O -7.27 2.324 -3.197
O -2.746 5.306 21.955
O -3.635 -6.318 22.794
O 4.124 -3.445 22.944
O 1.18 -7.365 22.969
O 10.384 1.995 -7.485
O -8.188 -0.002 21.914
O 7.245 4.32 22.671
O 2.924 8.062 -0.62
O 5.036 -4.192 -1.205
O -3.415 6.677 26.027
O -7.581 3.501 -7.456
O -1.888 -4.314 22.825
O 3.727 0.892 22.822
O 6.446 -1.607 22.826
O 3.342 -3.711 25.449
O 1.617 3.388 -1.331
O 11.335 4.037 -6.152
O 7.045 -6.508 22.821
O -0.019 7.761 25.083
O -1.422 -1.367 -6.127
O -3.592 -2.751 -6.512
O 2.087 -1.021 22.161
O -3.387 1.78 23.877
O 5.387 8.039 21.929
O 3.808 6.12 22.746
O -2.669 -2.78 -0.69
O -4.354 -1.175 -1.769
O 1.932 -4.403 -3.229
O -0.543 -3.948 -4.082
O 0.048 5.395 -0.616
O -1.182 -6.449 -3.768
O -5.858 -3.595 -5.48
O -7.246 6.542 22.957
O 4.111 -5.411 -6.751
O 2.681 -5.446 22.042
O -1.607 7.213 -1.548
O -4.717 4.435 -1.457
O 1.691 6.06 24.26
O -3.331 -2.452 25.684
O 0.053 2.592 21.865
O 1.401 0.534 24.046
O -4.643 3.758 22.815
O -0.942 1.18 -1.358
O -7.752 -5.422 -5.114
O -2.865 -5.317 25.067
O 0.062 -6.532 -7.48
O -2.029 5.02 -2.92
O 5.341 5.327 -3.654
O -5.313 -2.642 21.924
O -2.266 -0.183 25.062
O -7.016 2.069 22.884
O 4.937 6.547 -1.363
O 5.508 -0.011 -0.617
O 5.327 -3.238 -7.566
O 5.574 -2.502 25.026
O -0.123 3.317 -7.258
O -9.489 6.04 24.367
O -5.584 0.2 -3.585
O -3.664 3.504 -4.35
O 6.296 -6.554 -1.391
O 7.15 -3.969 23.586
O 1.338 -0.728 -1.677
O 7.603 4.549 -4.758
O 7.364 -1.718 -1.338
O -3.716 -0.728 22.884
O -1.928 7.368 -4.17
O -7.434 -3.693 -1.527
O 3.67 4.284 24.631
O -6.077 3.034 -5.289
O -1.462 4.474 -5.367
O 5.691 -2.971 -4.995
O -5.616 -5.318 -0.535
O -3.692 -7.062 -4.261
O 4.06 4.168 -1.671
O -5.428 -8.111 22.012
O -1.032 5.797 -7.483
O 12.163 -5.31 24.76
O 1.929 2.238 -5.984
O 5.305 3.881 -5.89
O -8.269 1.383 -5.419
O -3.745 -0.116 -6.574
O -0.713 6.31 23.102
O 2.776 2.925 -3.614
O 6.361 -7.885 -7.561
O 2.909 -2.639 -0.69
O 2.761 1.938 25.692
O -1.168 -6.683 23.656
O -6.624 0.701 -1.272
O -11.43 5.049 -3.48
O 6.131 6.475 -5.838
O 8.189 -1.827 24.847
O -0.001 -2.682 21.896
O -5.614 2.582 24.98
O -3.953 -6.716 -1.738
O -1.467 0.586 22.659
O -0.418 0.059 -3.555
O 6.934 2.053 -5.075
O -5.617 5.192 -3.851
O -7.555 -5.422 -7.734
O 1.553 -3.727 -5.757
O -10.791 2.765 21.925
O -5.796 -1.579 -7.264
O -3.487 -1.373 -4.303
O -7.473 4.295 24.343
O 6.17 -4.96 -3.402
O 7.894 -2.932 -3.602
O 20.722 -4.4 -1.365
O 3.96 -6.108 -2.545
O -1.014 -4.702 -1.613
O -1.288 2.567 -3.597
O -2.818 2.78 -0.571
O 19.738 0.987 22.888
O 21.598 2.744 22.108
O 24.689 2.707 -0.425
O 18.148 4.114 23.171
O 26.117 -4.042 23.681
O 9.636 -1.271 -2.637
O 13.385 5.349 22.04
O 12.481 -6.487 22.542
O 20.63 -3.551 22.909
O 17.318 -7.27 22.967
O 24.495 -5.82 25.447
O 8.115 0.011 21.824
O 23.366 4.532 22.823
O 19.106 -8.086 -0.587
O -26.217 -1.633 22.922
O 7.261 -7.466 -5.146
O 9.503 2.584 -5.077
O 14.21 -4.623 23.071
O -11.794 6.548 -7.097
O 24.359 0.082 22.472
O 21.966 5.087 -3.123
O 18.19 3.471 -1.335
O 34.662 0.546 -2.677
O 23.847 -6.466 22.838
O 14.784 7.26 23.043
O -6.819 -4.624 22.68
O 15.074 7.199 -1.509
O 17.674 -1.245 23.227
O 11.776 1.058 23.337
O 21.661 -7.971 22.002
O 20.101 6.545 23.066
O 13.723 -2.705 -0.568
O 11.939 -1.018 -1.387
O 18.503 -5.453 -5.677
O 17.408 -1.718 -3.979
O 16.473 5.321 -0.52
O 17.372 2.135 -6.794
O 14.104 -7.856 -6.314
O 12.284 -6.263 -4.094
O 8.623 6.533 22.873
O -23.301 2.366 -3.339
O 15.744 -4.228 -1.397
O 18.98 -5.462 22.111
O 14.675 -6.102 -2.793
O 5.831 1.54 -7.32
O 27.988 4.015 -1.442
O 18.85 7.975 24.872
O -14.626 -4.901 25.288
O 16.264 2.655 22.12
O 18.269 0.494 25.045
O 11.638 3.65 22.93
O 15.164 0.985 -1.441
O 8.536 -6.449 -7.193
O 32.198 -0.161 -3.225
O 15.951 -6.02 -5.956
O 12.874 6.068 -2.137
O 21.607 7.54 -5.405
O 16.46 -0.852 -6.282
O 10.702 -2.973 21.867
O 13.913 -0.967 -6.835
O 13.21 -0.254 25.081
O 9.549 2.094 22.534
O 19.057 4.051 -6.751
O 21.167 6.683 -1.218
O 21.889 -0.09 -0.521
O 16.857 -5.031 -3.672
O 23.714 7.668 26.115
O 14.584 1.782 25.875
O 21.202 -3.053 25.365
O 40.259 -8.156 -4.218
O 6.591 5.879 24.632
O 11.336 0.741 -3.185
O 13.221 3.988 -4.387
O 27.612 5.553 -3.523
O 22.889 -4.391 23.98
O 17.812 -0.656 -1.618
O 26.199 5.927 -1.294
O 21.453 4.349 -5.44
O 23.658 -1.961 -1.232
O 12.436 -1.396 22.903
O 13.771 7.954 -3.631
O 0.245 2.57 25.434
O 21.535 1.239 -4.534
O 9.206 -3.595 -1.435
O 19.668 2.686 24.872
O 12.593 -7.128 -1.603
O -29.529 7.447 -4.273
O 15.508 3.727 -5.672
O 17.077 -6.487 -1.473
O 22.487 -3.113 -5.518
O 10.953 -5.367 -0.618
O 11.34 -5.265 -6.376
O 20.69 4.153 -1.026
O 39.284 4.63 -1.082
O 13.784 -5.412 -7.299
O 11.053 5.312 -3.811
O 22.434 2.462 -6.785
O 34.185 7.917 -5.67
O 20.666 -1.082 -5.403
O 11.979 1.534 -5.508
O 13.94 7.002 25.58
O 16.286 7.936 25.06
O 20.132 1.659 -1.395
O 21.078 -6.237 -5.638
O 16.584 0.727 -3.55
O 19.11 -2.637 -0.501
O 17.369 3.694 25.674
O 26.226 1.604 -3.978
O 38.619 -6.981 25.642
O 10.011 0.767 -1.042
O 10.606 -0.786 24.784
O 8.934 4.697 24.673
O 10.309 -3.399 24.809
O -13.293 5.487 -5.245
O 15.814 -0.405 24.983
O 23.224 -7.15 -6.815
O 20.861 0.167 25.056
O -45.794 4.1 -6.598
O 16.018 -2.897 22.163
O 10.394 2.548 24.98
O -33.986 -4.106 -7.065
O -18.66 -6.913 26.265
O 9.678 -6.445 -4.789
O 14.569 1.108 23.262
O -31.112 4.236 23.626
O 22.256 -6.941 24.775
O -7.813 -5.472 24.882
O 33.555 5.579 -6.638
O 12.906 -3.265 -6.003
O 16.776 -3.486 -5.818
O 29.951 5.467 22.309
O 42.917 -3.074 25.477
O 17.545 -6.056 25.296
O 12.429 -1.006 -4.723
O -16.952 -5.423 23.911
O 22.346 -4.887 -3.237
O 22.455 -1.529 -3.499
O 13.948 0.927 -3.831
O 19.62 6.61 -6.754
O 27.162 7.833 -6.892
O 15.348 3.024 -3.149
O 21.18 7.087 25.49
O 13.516 2.713 -0.506
O -8.305 -0.008 -3.28
O 38.046 2.779 22.28
O -25.028 -7.479 -4.158
O 33.862 4.957 22.902
O 41.616 -4.406 22.842
O -8.208 2.702 -0.534
O 31.922 7.167 23.034
O 28.676 -6.317 23.017
O 37.164 -3.634 23.348
O 33.302 -6.9 22.981
O 39.543 -4.236 24.366
O 14.999 1.377 -6.953
O 39.676 4.636 23.143
O 35.479 7.935 -0.006
O 37.65 -4.251 -0.769
O 23.18 -7.148 -4.169
O 23.686 4.716 -6.918
O 28.699 -4.068 24.399
O 34.107 0.751 24.58
O 39.169 -2.045 22.871
O 30.223 2.428 -6.28
O 38.869 6.209 -3.128
O -45.071 1.621 -1.227
O 41.245 0.799 -6.579
O -47.74 -3.85 -5.406
O 37.514 3.215 -6.316
O 31.399 7.444 -0.964
O -45.381 4.364 -1.731
O 27.856 1.798 24.856
O 38.107 -8.051 22.284
O 36.393 6.397 22.972
O 30.185 -2.937 -0.262
O 28.446 -1.614 -1.486
O -20.731 -1.029 -1.512
O -15.791 5.013 24.822
O 32.855 5.436 -0.208
O 34.151 2.97 -7.036
O 29.565 -7.446 -6.913
O 26.086 -3.779 -1.411
O 25.443 6.181 23.015
O 32.445 1.046 -7.117
O 29.215 -5.282 -3.102
O 35.348 -5.352 22.361
O 29.056 -7.693 -1.168
O -23.991 -3.153 -6.481
O 39.017 -6.473 -1.115
O 34.349 7.482 24.289
O 30.772 0.087 -5.318
O 32.603 2.815 22.08
O -29.762 -5.407 22.418
O 28.118 3.69 23.055
O 32.436 1.217 -1.103
O 24.795 -5.584 -2.782
O 29.974 -6.298 25.145
O 31.983 7.805 -6.919
O 29.872 6.649 -2.838
O 22.88 -6.828 -1.517
O 19.176 -7.869 -4.874
O 27.394 -2.481 22.251
O -20.653 3.775 23.004
O 30.072 0.534 25.398
O 25.92 2.2 23.206
O 35.038 0.344 -7.287
O 37.472 6.545 -0.937
O 38.117 0.054 -0.318
O 43.309 4.61 -5.535
O 36.911 -3.714 -7.076
O 42.367 -6.771 -4.757
O 30.951 2.236 -3.781
O -34.595 -3.881 -4.515
O 23.094 7.002 23.74
O 29.618 0.152 -2.944
O 29.825 4.565 -4.564
O 40.782 8.128 -0.273
O 36.436 -6.342 -1.679
O 33.519 -1.193 -1.157
O 42.401 6.269 -1.157
O 41.472 2.893 -4.834
O 39.753 -1.833 -1.039
O 29.412 -0.965 23.222
O 35.377 -7.834 -3.483
O -10.471 -5.595 24.936
O 37.594 0.652 -6.93
O 27.19 -0.711 -3.486
O 35.395 5.274 25.079
O 27.471 -5.69 -0.395
O 26.371 0.882 -1.423
O -42.102 -7.271 23.759
O 33.93 -6.872 -1.287
O 35.912 -3.672 -4.649
O -40.083 -5.223 25.597
O 28.955 7.015 -5.216
O 31.593 -5.902 -6.323
O 27.078 8.12 22.202
O 33.124 3.982 25.277
O -45.097 0.971 23.406
O -32.516 0.543 -3.321
O 36.163 1.838 25.773
O 35.106 3.008 23.761
O -22.224 4.835 -3.225
O 28.991 -1.911 -6.642
O 32.189 -7.75 25.207
O 36.625 2.049 -1.221
O -38.119 4.158 -5.843
O -21.159 0.929 -6.462
O 35.497 -2.762 -0.313
O -28.653 5.812 -6.113
O -22.64 -5.307 -5.609
O 41.882 -5.46 25.156
O -25.034 -0.677 -6.477
O -19.478 5.683 -6.378
O 25.776 3.52 -5.73
O 24.208 5.052 25.135
O -23.2 -4.459 22.804
O 20.466 -3.201 -3.81
O 30.778 1.238 23.018
O -45.22 7.96 -3.904
O -22.797 1.014 -1.183
O 28.791 -4.339 -5.541
O 32.531 -2.891 22.201
O 15.073 5.606 -3.679
O -42.447 1.763 -4.628
O -3.042 -4.719 -3.256
O -26.907 -2.244 25.362
O -11.747 7.447 24.863
O -27.983 -4.307 -1.252
O 23.129 -0.794 26.101
O -41.568 -1.808 -7.013
O 40.924 4.931 25.411
O 31.122 -3.274 -5.803
O 36.433 0.909 23.206
O -20.856 3.521 -7.17
O -43.521 -0.094 -0.185
O -25.24 -5.113 -5.265
O 29.294 -2.243 -4.03
O -29.355 -6.161 -2.375
O 38.14 -5.043 -3.174
O 41.964 -1.473 -2.396
O -2.69 3.698 -7.607
O -39.032 1.179 -1.227
O 31.28 -5.025 -1.343
O -38.18 -5.404 -0.358
O 3.527 -1.93 -6.203
O 30.135 2.643 -0.534
O -28.047 -3.533 23.282
O -43.474 2.803 22.412
O -40.902 2.794 -0.373
O -47.209 4.286 23.473
O -39.452 -4.761 23.036
O 46.196 0.861 -2.764
O 46.079 5.431 22.381
O 44.94 -6.308 23.009
O -44.401 -3.719 23.32
O -47.979 -7.14 23.298
O -34.241 5.49 -3.096
O 40.742 -0.016 22.221
O -41.918 4.889 22.978
O -46.331 -8.146 -0.305
O -44.279 -4.242 -1.066
O -23.468 -2.609 24.745
O -20.286 -4.437 -4.922
O 46.775 -4.559 23.505
O 45.785 -1.534 -3.715
O -42.586 -1.798 23.13
O -47.036 1.874 -7.248
O -47.652 3.495 -1.076
O -42.774 4.48 -1.261
O 26.582 4.067 25.13
O 47.372 7.456 23.352
O -44.577 0.697 -3.709
O 47.445 7.387 -0.878
O -47.411 -1.359 23.527
O 44.676 1.511 24.231
O -43.599 7.96 22.087
O -45.485 6.461 23.042
O 46.375 -2.744 -0.266
O 43.765 0.156 -3.376
O -46.491 -6.182 -4.901
O -47.963 -2.024 -3.526
O -48.958 5.471 -0.082
O -48.258 3.322 -5.475
O 46.9 -7.835 -6.049
O 44.907 -6.396 -3.947
O 41.632 6.371 23.246
O 48.493 1.215 -6.458
O -26.953 -6.694 -1.094
O -46.22 -5.445 22.431
O 46.801 5.269 -2.352
O 44.153 4.247 -1.027
O 8.262 8.118 -0.682
O -43.969 7.459 24.961
O -27.979 0.594 25.493
O -48.965 2.69 22.404
O -46.866 0.407 25.313
O 44.186 3.853 23.226
O 48.113 1.323 -1.003
O 19.878 3.466 -3.408
O -10.658 1 -4.362
O 48.85 -6.129 -5.592
O 44.971 6.681 -1.142
O -42.757 7.432 -4.749
O -14.931 -6.748 23.305
O 43.446 -2.716 22.183
O 47.803 -2.898 -4.751
O 46.018 -0.4 25.306
O 42.506 1.838 22.839
O -47.223 -2.134 26.061
O -44.307 6.625 -1.052
O -43.454 -0.462 -5.737
O -48.274 -5.177 -3.243
O -44.099 -2.152 -7.611
O 47.553 1.605 26.105
O -43.095 -2.814 25.458
O -45.78 2.807 25.151
O -12.129 -4.784 -1.375
O 42.246 0.944 -1.381
O -19.253 2.894 -0.555
O -40.896 -8.14 -0.421
O -41.848 -4.273 23.777
O -48.415 -1.241 -1.048
O -39.047 6.458 -1.3
O -42.674 -4.598 -3.162
O -41.818 -1.944 -0.907
O 45.135 -0.785 22.92
O 46.229 7.815 -3.136
O -22.139 3.106 25.064
O -37.361 -3.537 24.909
O 41.658 -3.683 -1.057
O -40.793 0.018 22.361
O 45.216 -6.859 -1.353
O -26.481 -1.271 -3.78
O -47.426 4.815 -3.412
O -48.387 -6.641 -1.106
O -43.088 -2.994 -5.226
O 43.49 -5.355 -0.249
O 44.302 -7.722 -6.196
O -35.424 -0.466 25.184
O -23.583 -7.89 25.546
O 46.505 -5.262 -6.611
O -18.447 -3.84 22.606
O -16.964 6.511 -6.737
O -47.517 5.861 -5.799
O -24.262 -5.466 -7.668
O -24.403 6.541 -5.531
O 46.635 6.922 25.856
O -46.497 7.892 25.055
O -33.32 -1.912 -3.411
O -43.854 -6.575 -5.245
O -46.639 -0.083 -2.427
O -46.293 -2.698 -0.293
O -11.008 -0.084 -0.68
O -47.91 4.115 25.977
O -8.567 3.915 -5.101
O 40.142 -6.513 23.236
O -38.266 1.694 -6.752
O 43.291 -0.623 24.752
O -14.264 3.841 23.076
O -12.584 8.088 -5.145
O 40.17 -5.414 -4.626
O 48.653 -0.668 25.311
O -9.455 -2.053 -1.466
O -48.445 -1.307 -6.012
O 43.944 -5.128 -6.041
O 48.689 -2.888 22.54
O 42.625 2.944 25.134
O -44.837 -6.022 -2.841
O 46.908 -0.803 -6.04
O -6.144 1.067 -7.035
O 47.467 0.922 23.552
O 48.757 0.299 -3.2
O 19.766 5.969 -4.234
O 48.838 8.103 25.395
O 43.888 5.66 -3.279
O 45.411 -2.981 -5.83
O -33.447 7.209 23.279
O -40.764 0.453 -6.024
O -29.036 3.164 -5.953
O -47.618 -6.127 25.745
O -17.472 4.251 -5.408
O -12.309 -4.22 26.218
O -44.626 1.825 -6.123
O -41.212 -2.468 -3.355
O -33.614 4.599 -5.479
O -44.858 6.333 -5.855
O 48.27 -4.362 -1.097
O -24.337 0.093 22.164
O -21.012 7.149 -2.862
O 46.181 2.762 -0.169
O 33.875 -1.486 25.923
O -26.985 2.758 22.186
O -24.627 2.826 -0.481
O -12.482 0.972 22.836
O -30.089 2.666 -3.541
O -40.472 0.492 -3.36
O -35.282 5.46 22.427
O -36.459 -6.217 23.126
O -13.627 3.571 -3.375
O -31.452 -7.327 23.184
O -25.544 -3.99 23.865
O 25.689 3.941 -3.041
O -25.309 4.702 22.897
O -30.11 -8.175 -0.283
O 14.211 -6.904 24.45
O -41.159 -6.821 -4.897
O -21.846 0.156 -3.501
O -34.756 -4.195 22.866
O -28.629 0.831 22.981
O -14.151 -6.673 -3.816
O -28.313 1.137 -7.413
O -31.214 3.409 -1.208
O -26.319 4.685 -1.392
O -24.917 -7.171 23.337
O -24.407 0.007 -2.993
O -34.14 7.267 -1.105
O -32.703 -2.741 22.192
O -36.803 1.265 23.805
O -26.971 8.108 22.188
O -28.653 6.387 23.202
O -35.239 -2.764 -0.383
O -36.541 -0.822 -1.416
O -30.138 -6.369 -4.866
O -30.74 -1.446 -3.713
O -32.704 5.35 -0.257
O -0.373 5.139 25.571
O -34.457 7.615 -6.048
O -36.661 -6.212 -3.78
O -39.655 6.308 23.084
O -29.986 -0.904 -7.512
O -34.47 -6.138 -2.288
O -19.365 -6.275 22.925
O -14.392 7.195 -6.908
O -37.701 4.198 -1.014
O 27.956 -6.788 -4.946
O -28.105 7.45 25.586
O -39.878 2.556 -4.773
O -32.541 2.663 22.247
O -30.532 0.725 24.841
O -37.182 3.774 23.206
O -33.642 1.339 -1.18
O -40.465 -5.821 -7.216
O -35.259 -5.14 25.226
O -14.486 -1.373 -4.193
O -36.405 6.238 -1.709
O -31.262 5.58 -6.347
O -30.559 -2.916 -5.897
O -37.925 -2.793 22.119
O -20.369 1.415 24.076
O -31.986 -5.991 -3.042
O -39.174 1.993 23.059
O -0.018 0.718 -6.718
O -28.193 6.552 -1.162
O -27.385 0.039 -0.399
O -36.245 -5.136 -6.122
O 30.947 -7.204 -2.893
O -17.999 1.003 22.918
O -30.959 -1.399 23.459
O -30.713 -1.576 26.144
O -15.298 -6.437 -1.454
O -37.82 0.169 -3.374
O -35.937 3.948 -4.36
O -24.773 -8.123 -0.446
O -2.073 -7.195 -6.224
O -31.845 -1.109 -1.345
O -22.998 6.454 -1.31
O 2.544 -6.45 -4.669
O -25.629 -1.631 -1.314
O -36.058 -1.037 22.768
O -35.311 7.936 -3.314
O -24.549 -5.286 -2.739
O -26.56 -2.707 -6.069
O -39.998 -3.78 -1.313
O -29.595 5.333 25.422
O -36.62 -7.208 -1.331
O -36.58 6.187 -5.517
O 47.33 -6.186 -2.716
O -32.359 -6.69 -0.678
O 26.927 -5.111 25.954
O 33.571 -4.365 -5.587
O -36.944 -7.639 -6.031
O -28.797 4.059 -1.686
O -38.043 -8.115 22.28
O -33.887 -6.216 -5.529
O -44.36 0.749 25.956
O 39.387 6.928 24.488
O -13.332 0.876 -4.825
O -17.218 1.923 -4.12
O 38.484 -3.279 -5.066
O -3.976 6.729 -2.532
O -32.81 -7.666 25.447
O -29.304 1.564 -1.285
O -10.29 -6.726 -1.19
O -28.482 -2.832 -4.27
O -29.985 -2.733 -0.438
O -29.143 2.86 24.586
O -32.972 -7.364 -7.742
O -21.133 2.915 -4.673
O -33.904 -6.554 23.394
O -26.926 7.421 -5.084
O -37.994 -0.946 24.551
O -40.155 4.425 24.776
O -8.922 4.657 22.282
O -40.812 -4.275 -5.094
O -32.823 -0.494 25.176
O 24.589 7.865 -0.434
O 23.937 -4.628 -7.233
O 1.032 -1.648 -7.246
O 3.387 -1.27 24.358
O -38.265 2.769 25.395
O -18.899 -2.533 -6.082
O -34.2 -1.746 -5.963
O -38.697 -5.808 -5.295
O -34.076 1.024 23.461
O -32.069 -8.074 -5.235
O -17.119 7.193 25.562
O -19.157 -4.64 24.992
O -38.064 5.269 -3.471
O -14.835 3.312 -1.112
O -30.532 -4.057 -3.525
O -40.254 3.392 -7.2
O 41.012 4.48 -6.81
O -32.259 -2.193 -7.743
O -35.898 -1.64 -3.896
O -42.276 -7.718 -7.067
O -27.015 -5.695 -3.453
O -9.8 4.617 -1.435
O -35.22 0.748 -3.166
O -34.204 1.629 26.06
O -33.176 -4.282 -1.161
O -33.729 2.9 -3.398
O -27.085 5.047 24.873
O -35.578 2.764 -0.27
O -16.71 6.878 23.049
O 4.669 -7.68 -5.528
O -39.405 -1.316 -1.841
O -19.774 -0.9 22.963
O 10.63 8.074 21.968
O -8.598 -3.328 -6.44
O -18.798 5.456 22.199
O 24.664 -0.309 -3.022
O -11.618 -3.704 22.9
O 41.072 5.558 -4.435
O -41.499 6.69 24.863
O 26.077 5.449 -7.379
O -18.017 7.024 -1.652
O -13.551 -8.118 -0.518
O -37.569 -5.934 26.033
O -10.761 -3.462 -5.037
O 3.633 1.628 -1.466
O -16.22 -2.544 22.028
O -12.359 -1.418 23.961
O -10.076 -1.639 22.649
O -13.32 -0.914 -6.704
O -23.49 4.068 -5.268
O -18.199 -3.47 -3.747
O -9.154 -6.294 22.771
O -22.14 5.789 -6.757
O -19.26 0.396 -3.259
O 36.631 1.295 -4.58
O -42.727 -6.381 -1.231
O -24.478 4.655 -7.49
O -10.815 8.14 21.95
O -12.757 6.448 22.721
O -19.154 -2.724 -0.427
O 4.294 1.485 -5.175
O 30.818 -4.753 23.057
O 27.085 -2.464 25.72
O -16.393 5.37 -0.548
O 1.174 -1.973 -3.939
O -10.016 -5.506 -6.547
O -24.33 -2.653 -3.356
O -23.177 7.101 23.243
O 10.223 6.488 -1.568
O 31.995 -5.3 26.22
O -13.388 -5.301 21.956
O -14.518 7.238 24.563
O -8.151 1.998 25.315
O -12.347 4.141 -1.193
O 8.287 0.32 -7.402
O -21.11 -5.802 26.162
O -16.221 2.637 22.003
O 34.795 3.881 -0.94
O 40.838 2.773 -0.234
O -17.461 1.26 -1.552
O 35.575 -6.173 -5.517
O 34.299 -1.434 23.279
O -11.547 -6.461 -3.346
O -9.235 5.666 -6.99
O -26.668 3.23 -7.047
O 24.119 -1.978 -7.275
O -21.474 -2.644 22.043
O 0.889 -6.195 25.362
O -18.592 -0.059 25.224
O -22.601 1.963 22.823
O 39.015 6.43 -5.747
O -11.617 6.599 -1.317
O -12.463 -5.587 -5.529
O -16.451 -5.45 -3.578
O 19.119 0.308 -3.817
O 8.322 -5.88 24.96
O -15.88 -3.013 -2.746
O -16.439 2.331 -6.722
O -25.318 6.788 24.561
O -28.142 -0.673 -5.628
O -18.952 2.143 -6.012
O -8.247 8.09 -0.58
O -3.543 4.135 25.192
O -15.022 -0.893 -1.556
O -6.451 6.413 -1.611
O -2.998 0.74 -2.963
O -10.317 -2.675 25.012
O -30.201 0.878 -5.556
O -18.935 -7.627 -3.432
O 35.171 2.97 -3.304
O -17.974 6.466 -4.295
O -23.576 -3.51 -1.073
O -5.49 -6.035 -6.245
O 4.643 7.203 25.972
O 36.781 7.768 -5.696
O -14.355 2.912 25.653
O -4.685 4.872 -6.403
O -9.488 -1.058 -5.424
O -20.358 -7.143 -1.335
O 19.311 5.318 25.195
O -5.525 -3.955 24.859
O -21.37 -7.88 22.111
O 45.681 4.037 -4.367
O -30.032 7.934 -6.73
O -11.693 1.083 -6.829
O 17.672 -1.998 25.755
O -11.968 3.139 -5.242
O 45.333 6.335 -5.459
O -21.319 -6.658 -3.789
O -11.98 -3.841 -7.292
O -12.82 1.641 -1.553
O 11.435 4.177 -1.325
O -43.932 5.599 -3.438
O -13.634 -2.811 -0.526
O -13.741 0.45 25.108
O 23.442 0.232 -6.05
O 41.238 0.521 -3.893
O 19.821 -5.739 -3.408
O 12.753 6.195 -5.754
O 34.509 -5.361 -3.287
O -24.55 4.313 25.308
O -24.35 1.942 -7.064
O 31.698 -4.918 -3.89
O 40.193 -3.28 -3.155
O 32.2 3.825 -5.452
O 14.851 -2.119 -4.658
O 47.768 2.88 -3.159
O -14.581 -0.636 22.846
O -27.767 5.545 -3.546
O -15.632 -0.004 -6.132
O 1.5 -6.658 -2.028
O 11.492 -7.875 -6.058
O -16.853 -0.578 -3.355
O -9.195 -7.802 24.913
O 6.644 4.505 -1.5
O -17.566 -4.537 -1.408
O 38.349 -2.104 25.311
O 24.744 -2.951 -3.434
O 6.05 -0.922 -6.539
O -22.22 -4.227 -3.232
O -20.318 -1.932 -3.97
O -23.556 -5.164 25.242
O -9.792 -4.539 -2.431
O -8.49 -2.818 -3.802
O 19.689 1.311 -6.293
O -45.694 5.407 25.36
O 38.386 8.017 -7.765
O 44.622 -5.063 25.243
O 7.969 3.514 -7.069
O 2.153 0.422 -3.993
O 36.558 -1.449 -5.817
O 34.045 1.277 -5.06
O 23.191 4.872 -0.896
O -39.88 -2.768 24.719
O -10.148 3.261 -7.242
O 37.031 4.427 -2.357
O -16.319 -8.068 -3.284
O -16.025 -6.879 25.846
O -20.755 5.047 -1.163
O 44.859 -0.918 -1.291
O 37.134 5.653 -7.348
O 43.358 8.126 22.284
O -46.477 2.44 -3.206
O 39.201 1.611 -5.09
O -31.622 3.04 -5.633
O 31.936 -0.802 24.238
O 40.867 -1.432 25.647
O 48.127 5.124 -4.542
O 23.807 2.46 -4.457
O -13.117 5.134 24.992
O 26.836 -4.551 -3.885
O 40.354 -6.999 -6.576
O -8.884 -0.492 25.032
O 46.615 -6.84 24.924
O 36.849 7.504 25.262
O 7.668 -4.791 -5.432
O -25.341 -7.711 -6.762
O 22.604 -1.857 23.301
O -5.58 -5.46 -3.574
O -21.946 -5.375 -0.319
O -7.825 -2.851 24.29

Results
total energy: -609947.799 eV
total energy less fixed offsets of O -438.25, Si -107.07 eV per atom: -28.599 eV

Forces (eV/angstrom) on atoms 2250 to 2923 of the 3024, counted in the order above; the others are left out for length: element, x, y, z
O -0.267 -0.265 -0.352
O 0.181 0.059 -0.143
O 0.439 -0.444 0.209
O -0.149 -0.041 -0.357
O 0.289 -0.382 -0.048
O 0.43 0.177 -0.37
O -0.009 -0.054 -0.446
O -0.183 0.286 0.234
O -0.082 0.071 0.55
O 0.146 -0.548 0.396
O 0.453 -0.305 -0.121
O 0.484 -0.344 0.317
O -0.176 -0.238 -0.637
O 0.124 -0.534 0.414
O -0.459 0.135 -0.248
O -0.376 -0.239 -0.496
O 0.064 -0.418 -0.172
O 0.041 0.166 0.537
O -0.504 -0.031 -0.151
O 0.064 -0.522 0.053
O 0.377 0.191 0.241
O 0.022 -0.42 -0.175
O 0.479 0.043 -0.269
O 0.194 -0.298 -0.012
O 0.235 -0.513 -0.146
O -0.051 -0.415 0.015
O 0.708 0.166 -0.107
O 0.202 0.189 -0.343
O -0.701 -0.172 -0.07
O -0.22 0.138 0.744
O -0.096 0 -0.416
O -0.161 0.362 0.109
O -0.476 -0.179 0.299
O -0.309 -0.187 -0.594
O -0.265 -0.093 0.373
O 0.055 0.123 -0.006
O -0.188 0.337 0.162
O 0.022 -0.221 0.236
O -0.101 0.004 0.022
O -0.256 -0.174 0.627
O -0.172 -0.028 0.102
O -0.18 0.231 -0.108
O 0.032 0.207 0.148
O 0.101 -0.168 0.619
O -0.046 -0.275 0.428
O -0.241 -0.033 0.382
O 0.076 0.057 -0.054
O 0.256 -0.131 0.514
O 0.654 0.123 -0.316
O -0.186 -0.041 -0.158
O 0.372 -0.412 0.364
O 0.394 0.102 0.022
O -0.003 0.052 0.12
O 0.075 -0.398 0.055
O 0.204 0.635 -0.185
O 0.179 0.087 0.178
O 0.375 0.033 -0.221
O 0.039 0.197 0.407
O -0.054 -0.272 0.073
O 0.323 -0.24 -0.42
O 0.285 -0.152 -0.533
O 0.324 0.456 -0.459
O -0.129 -0.406 0.208
O 0.005 -0.003 -0.374
O 0.101 -0.596 0.147
O 0.107 -0.146 0.028
O 0.176 0.505 0.154
O 0.021 0.069 0.502
O -0.73 0.041 0.331
O 0.143 0.335 -0.388
O 0.257 -0.07 0.502
O -0.054 0.216 -0.145
O -0.4 0.244 -0.192
O 0.071 0.015 -0.217
O 0.269 0.259 0.302
O 0.067 0.297 -0.306
O -0.317 0.081 0.393
O -0.11 0.228 0.456
O -0.015 0.237 0.465
O 0.012 -0.564 -0.073
O 0.204 0.274 -0.116
O 0.116 -0.482 -0.311
O -0.352 -0.101 0.163
O 0.185 -0.042 0.049
O 0.339 -0.448 0.121
O 0.561 0.127 -0.056
O -0.22 -0.074 0.25
O -0.536 0.041 -0.237
O 0.089 -0.4 0.346
O -0.208 0.246 0.051
O -0.318 0.207 0.664
O 0.082 0.337 -0.523
O -0.23 -0.066 -0.427
O 0.039 0.256 -0.01
O -0.002 -0.249 -0.054
O 0.205 0.393 -0.103
O -0.235 0.295 -0.154
O -0.146 0.082 0.416
O -0.139 0.013 -0.273
O -0.233 0.463 -0.084
O -0.056 -0.516 0.33
O -0.101 0.201 -0.071
O 0.331 0.127 0.007
O -0.46 0.451 0.013
O 0.348 0.045 -0.497
O -0.05 -0.051 -0.046
O -0.013 -0.754 0.042
O 0.608 -0.026 0.069
O -0.025 -0.168 -0.481
O -0.205 0.083 -0.288
O 0.154 0.267 0.518
O -0.171 0.068 -0.029
O 0.109 -0.018 0.251
O 0.215 -0.344 -0.107
O -0.02 -0.015 0.545
O 0.001 0.294 -0.134
O -0.16 -0.045 -0.329
O -0.044 -0.26 0.467
O 0.111 0.125 -0.394
O -0.542 0.214 -0.117
O 0.016 0.113 0.232
O 0.143 -0.034 -0.312
O -0.142 -0.066 -0.155
O -0.377 0.22 -0.057
O 0.034 -0.239 -0.556
O -0.051 -0.192 0.226
O -0.431 -0.256 -0.301
O 0.217 0.002 -0.134
O -0.532 -0.217 -0.096
O 0.203 -0.493 0.452
O -0.392 -0.157 -0.587
O 0.194 0.454 -0.615
O 0.075 0.216 -0.455
O -0.209 -0.18 0.073
O -0.21 -0.228 -0.063
O 0.511 -0.017 -0.345
O -0.01 0.389 -0.704
O -0.251 0.188 -0.151
O -0.04 0.487 0.016
O -0.061 0.112 0.162
O -0.046 -0.103 -0.716
O -0.42 -0.203 0.038
O -0.113 -0.609 -0.014
O 0.686 -0.321 0.083
O 0.521 -0.015 -0.259
O 0.2 -0.193 0.029
O 0.157 0.118 0.2
O -0.104 -0.201 0.222
O 0.612 -0.392 -0.631
O -0.029 -0.148 0.196
O -0.024 -0.229 0.278
O -0.056 0.222 0.124
O -0.174 0.134 0.458
O -0.774 0.228 0.152
O 0.278 -0.483 0.26
O 0.573 0.053 0.34
O -0.212 -0.061 0.33
O 0.25 -0.002 -0.591
O -0.314 -0.195 0.49
O 0.027 0.128 -0.395
O 0.222 0.505 -0.269
O -0.199 -0.422 0.128
O 0.222 -0.044 0.216
O 0.227 0.29 -0.112
O 0.148 0.669 0.172
O 0.092 -0.18 -0.314
O -0.291 0.386 -0.059
O -0.418 0.239 -0.222
O -0.015 0.344 0.478
O 0.016 -0.09 0.721
O 0.191 -0.044 -0.168
O -0.231 -0.393 -0.037
O 0.007 0.1 0.555
O 0.768 -0.223 0.327
O 0.071 0.831 -0.024
O -0.021 -0.136 0.157
O -0.036 0.078 -0.515
O 0.004 -0.106 0.32
O 0.012 -0.069 0.289
O -0.415 0.353 0.547
O -0.273 0.101 0.132
O -0.207 -0.105 0.567
O -0.402 0.112 0.091
O 0.166 -0.027 0.358
O -0.096 -0.045 -0.244
O 0.119 0.584 0.083
O 0.626 -0.128 0.033
O 0.053 0.676 0.073
O 0.181 0.76 -0.019
O -0.436 0.226 0.176
O -0.237 -0.095 0.169
O -0.342 0.213 -0.389
O -0.493 0.36 0.032
O -0.222 0.585 -0.144
O 0.06 -0.364 -0.005
O 0.615 0.25 -0.113
O -0.026 0.1 0.018
O 0.381 0.034 -0.068
O -0.162 -0.224 0.527
O -0.015 -0.487 0.024
O 0.102 -0.042 0.484
O -0.371 -0.262 0.047
O 0.356 0.061 -0.561
O -0.574 -0.092 -0.145
O -0.527 0.261 -0.144
O -0.506 -0.284 0.267
O 0.17 0.083 -0.383
O 0.315 0.126 -0.01
O -0.247 0.137 -0.285
O 0.377 0.675 -0.114
O 0.277 -0.278 0.197
O -0.082 -0.064 -0.236
O -0.437 -0.025 0.239
O 0.236 -0.053 0.302
O -0.251 -0.16 -0.128
O 0.489 0.28 0.04
O 0.267 -0.005 -0.481
O -0.225 -0.057 0.476
O 0.094 -0.633 0.018
O -0.064 0.014 0.401
O 0.212 0.065 0.357
O 0.414 -0.096 0.449
O 0.315 0.094 -0.417
O 0.291 -0.407 0.128
O -0.312 -0.03 0.284
O -0.422 -0.216 0.234
O 0.164 -0.583 0.201
O -0.794 0.011 -0.057
O -0.618 -0.155 0.193
O 0.083 0.06 0.097
O 0.212 0.332 0.147
O 0.445 -0.081 0.403
O 0.036 0.217 0.192
O -0.048 0.128 -0.274
O -0.138 0.269 -0.244
O 0.327 -0.065 -0.232
O 0.098 -0.096 -0.519
O 0.019 -0.829 -0.137
O 0.187 0.022 0.57
O 0.416 0.398 0.476
O 0.225 -0.324 0.212
O 0.178 0.402 -0.476
O -0.186 0.331 0.422
O 0.026 -0.127 0.023
O 0.291 -0.134 -0.51
O 0.003 -0.251 -0.161
O -0.486 -0.045 -0.061
O -0.341 -0.291 -0.084
O 0.181 -0.073 0.444
O -0.606 0.023 -0.287
O -0.214 -0.163 0.457
O 0.118 -0.797 0.059
O -0.485 0.131 0.041
O 0.278 0.161 -0.117
O -0.42 -0.141 -0.599
O 0.533 -0.23 0.332
O 0.035 0.042 -0.319
O 0.687 -0.219 -0.039
O 0.227 0.146 0.134
O -0.42 0.127 -0.436
O -0.325 0.016 0.673
O -0.379 -0.328 0.247
O 0.513 -0.154 0.026
O 0.004 0.077 -0.198
O -0.259 -0.076 0.484
O -0.356 -0.195 -0.409
O -0.05 -0.291 0.102
O 0.511 0.189 -0.124
O 0.417 0.185 0.067
O -0.124 0.128 -0.493
O -0.205 0.107 -0.125
O -0.395 0.017 0.402
O 0.049 -0.167 0.498
O 0.365 -0.242 -0.43
O 0.265 0.092 -0.48
O -0.257 -0.135 0.482
O -0.153 -0.017 -0.26
O 0.399 -0.569 -0.506
O 0.14 -0.338 -0.273
O -0.234 -0.305 0.193
O -0.038 0.159 0.568
O -0.115 0.117 0.138
O 0.543 0.009 -0.074
O -0.298 -0.045 0.308
O -0.268 -0.309 0.012
O -0.834 0.233 0.202
O -0.044 0.353 0.187
O -0.658 -0.115 0.523
O 0.181 -0.298 0.011
O -0.25 -0.214 -0.609
O -0.252 0.04 0.504
O 0.737 0.003 -0.234
O 0.259 0.305 0.112
O -0.242 0.481 0.056
O -0.286 0.762 -0.043
O 0.058 0.721 0.233
O 0.216 0.117 -0.021
O 0.576 0.06 -0.56
O 0.254 -0.504 -0.057
O -0.242 0.271 0.601
O 0.333 0.444 -0.126
O 0.249 -0.502 0.159
O -0.265 -0.147 -0.732
O 0.051 0.179 -0.463
O -0.535 0.07 -0.488
O 0.412 -0.141 0.053
O -0.292 -0.142 0.283
O -0.231 -0.078 -0.394
O 0.204 -0.222 0.074
O -0.018 -0.577 -0.114
O 0.572 0.218 -0.146
O 0.463 -0.454 0.051
O 0.103 0.272 -0.622
O -0.112 0.443 0.304
O 0.001 -0.093 -0.559
O -0.397 0.271 0.287
O -0.139 -0.06 0.397
O -0.079 -0.077 -0.428
O 0.299 0.1 -0.008
O -0.021 -0.402 0.247
O -0.196 0.446 -0.076
O 0.129 -0.141 0.733
O 0.075 0.197 0.048
O -0.31 0.188 0.63
O -0.15 -0.127 -0.154
O 0.695 0.109 -0.207
O -0.34 0.216 0.504
O -0.538 0.059 0.17
O 0.222 0.061 -0.287
O 0.268 0.183 -0.129
O -0.019 0.507 -0.277
O 0.549 -0.468 -0.314
O 0.18 0.154 0.399
O 0.079 -0.398 0.271
O -0.402 0.289 0.436
O -0.085 -0.473 -0.284
O -0.331 -0.348 -0.071
O -0.005 -0.086 -0.301
O 0.224 0.243 0.255
O 0.364 -0.01 0.182
O 0.211 -0.509 0.432
O 0.365 0.582 -0.061
O 0.694 -0.049 0.109
O 0.151 0.192 -0.116
O -0.088 -0.099 0.116
O -0.34 -0.183 0.133
O -0.215 -0.295 -0.628
O 0.076 0.323 -0.634
O 0.159 -0.083 -0.538
O 0.23 -0.391 0.177
O -0.144 -0.239 -0.634
O 0.095 -0.238 0.232
O 0.346 0.115 0.298
O 0.125 0.088 -0.163
O 0.308 0.061 0.627
O -0.197 0.238 0.568
O 0.08 -0.269 -0.323
O 0.35 -0.143 0.198
O 0.447 -0.052 0.074
O -0.655 -0.338 -0.395
O 0.177 -0.182 -0.267
O 0.16 0.048 0.299
O 0.591 -0.41 -0.194
O -0.028 0.303 0.449
O -0.407 0.271 0.557
O 0.099 0.257 0.467
O 0.706 -0.039 -0.11
O 0.098 -0.529 -0.318
O -0.185 -0.269 0.599
O -0.036 -0.409 0.221
O 0.009 0.629 0.591
O 0.625 -0.364 0.225
O -0.095 -0.448 0.273
O 0.072 -0.022 0.527
O -0.083 -0.424 0.281
O 0.037 -0.397 0.619
O -0.33 0.036 0.191
O -0.212 -0.252 0.042
O 0.005 0.096 -0.082
O -0.02 0.019 -0.165
O 0.245 0.108 0.375
O -0.461 0.262 0.186
O -0.096 0.342 -0.164
O 0.434 0.314 0.124
O 0.741 0.085 0.287
O -0.206 0.092 -0.288
O 0.357 0.073 -0.245
O -0.027 0.186 -0.686
O 0.027 -0.076 -0.376
O -0.066 -0.481 -0.269
O -0.762 -0.095 -0.008
O -0.238 0.143 -0.527
O 0.231 -0.075 -0.014
O -0.39 -0.147 -0.311
O 0.638 0.002 -0.059
O -0.115 -0.097 -0.491
O 0.085 -0.483 0.14
O 0.161 -0.034 -0.587
O -0.255 -0.179 -0.228
O -0.003 -0.046 0.358
O 0.252 -0.136 -0.032
O -0.581 0.182 0.065
O -0.002 0.436 0.285
O 0.133 -0.089 -0.322
O -0.529 -0.132 0.09
O 0.007 -0.034 -0.514
O -0.313 -0.044 -0.333
O -0.036 -0.334 0.184
O 0.441 0.328 -0.061
O -0.195 -0.067 -0.184
O -0.54 0.026 0.012
O -0.15 0.226 0.126
O -0.445 0.419 0.027
O 0.743 0.31 -0.299
O 0.118 -0.154 0.172
O -0.358 -0.195 -0.184
O -0.196 0.108 0.426
O 0.024 -0.136 0.255
O -0.047 0.415 -0.285
O 0.392 -0.207 -0.002
O -0.031 0.317 -0.223
O -0.423 0.129 -0.195
O -0.299 -0.109 0.124
O -0.566 0.357 0.377
O -0.129 -0.175 0.512
O 0.603 -0.156 0.42
O -0.416 0.164 -0.187
O 0.463 0.116 0.052
O 0.027 -0.133 0.219
O 0.711 0.123 -0.243
O -0.293 -0.421 0.611
O 0.014 0.205 -0.25
O 0.575 0.192 -0.243
O -0.534 0.476 -0.266
O -0.11 0.04 0.209
O 0.008 -0.019 0.35
O -0.251 0.045 0.276
O -0.425 0.051 -0.342
O -0.035 -0.134 0.593
O 0.082 -0.305 0.11
O 0.082 0.024 -0.647
O -0.714 -0.09 0.09
O 0.063 -0.213 0.67
O -0.175 0.232 -0.282
O -0.456 0.251 -0.005
O 0.396 -0.416 0.201
O -0.113 -0.174 -0.187
O 0.485 0.229 0.105
O -0.002 0.516 -0.31
O 0.01 -0.055 0.338
O 0.003 0.357 -0.46
O 0.256 -0.107 -0.305
O 0.096 0.572 -0.173
O 0.075 0.395 -0.269
O 0.047 -0.153 -0.347
O 0.069 0.244 -0.338
O 0.208 0.099 0.338
O 0.178 0.068 -0.085
O -0.104 -0.235 -0.741
O -0.669 -0.41 -0.003
O -0.008 -0.201 0.555
O 0.326 -0.238 -0.304
O -0.075 0.223 0.408
O -0.25 -0.028 -0.033
O -0.391 -0.225 0.117
O -0.129 -0.195 0.297
O -0.421 0.111 0.54
O -0.726 -0.232 -0.319
O 0.461 -0.051 0.202
O -0.159 -0.35 -0.275
O -0.709 -0.004 0.283
O 0.142 0.39 -0.215
O -0.277 -0.146 -0.425
O 0.167 0.184 0.436
O 0.037 -0.194 0.437
O -0.002 -0.063 -0.541
O -0.55 0.457 0.295
O -0.35 -0.671 0.05
O -0.055 0.131 0.025
O 0.179 -0.387 -0.215
O -0.458 -0.271 -0.398
O 0.457 0.056 -0.552
O 0.162 0.675 0.574
O -0.34 0.299 -0.343
O 0.357 0.414 -0.324
O -0.156 0.089 0.476
O 0.209 0.185 -0.05
O -0.162 -0.147 0.482
O -0.347 -0.147 -0.164
O 0.283 0.115 -0.278
O 0.068 0.083 -0.05
O 0.427 0.271 -0.402
O 0.417 0.31 0.02
O -0.179 0.01 -0.619
O -0.649 0.015 0.165
O -0.018 -0.633 0.139
O 0.173 0.617 0.204
O 0.232 0.09 -0.005
O 0.153 0.262 -0.405
O 0.092 -0.02 0.157
O -0.167 -0.131 0.311
O -0.016 0.236 0.073
O -0.538 -0.375 -0.158
O -0.434 -0.228 0.282
O 0.158 0.142 0.036
O 0.239 0.425 0.522
O 0.22 -0.203 -0.156
O -0.352 0.407 0.267
O 0.128 0.161 0.181
O 0.511 -0.075 0.037
O 0.288 0.542 0.003
O 0.493 0.026 0.412
O 0.386 -0.52 0.065
O -0.135 0.417 0.42
O 0.112 0.024 0.388
O 0.012 -0.488 0.048
O 0.282 0.115 0.412
O -0.125 0.11 0.646
O -0.253 -0.226 -0.368
O -0.298 -0.066 0.404
O 0.176 0.128 0.455
O 0.347 0.107 -0.072
O 0.311 0.205 -0.177
O -0.228 0.275 -0.473
O 0.132 -0.217 -0.539
O 0.281 -0.068 0.257
O 0.659 0.008 0.172
O 0.276 -0.555 -0.085
O -0.08 0.317 -0.021
O -0.032 0.27 -0.682
O 0.142 -0.308 0.137
O -0.129 0.067 -0.466
O -0.16 -0.124 -0.103
O -0.089 0.062 -0.014
O -0.497 0.085 -0.516
O -0.465 -0.09 -0.1
O 0.387 -0.212 -0.145
O 0.743 -0.123 0.122
O 0.283 -0.012 -0.608
O 0.272 -0.026 0.306
O -0.033 -0.734 0.069
O -0.153 -0.247 -0.454
O -0.126 0.17 0.62
O 0.271 -0.583 -0.047
O 0.204 0.032 0.103
O 0.037 0.155 -0.503
O -0.259 -0.203 0.313
O 0.621 -0.214 0.177
O -0.176 0.502 -0.282
O -0.525 -0.03 -0.522
O 0.209 0.193 -0.004
O -0.124 -0.004 0.469
O 0.156 0.035 0.446
O 0.384 0.221 -0.09
O 0.208 -0.023 -0.133
O -0.57 0.226 0.473
O 0.107 0.236 0.165
O 0.212 0.37 -0.307
O -0.071 0.731 -0.166
O -0.694 0.137 0.086
O -0.363 -0.311 -0.431
O -0.217 -0.129 -0.259
O 0.421 -0.551 0.472
O 0.297 -0.022 -0.603
O 0.383 0.39 -0.081
O 0.226 0.003 -0.172
O 0.487 0.03 0.443
O 0.086 0.19 -0.487
O -0.15 0.375 -0.149
O -0.477 0.348 0.01
O 0.243 -0.519 -0.195
O 0.308 -0.073 0.061
O 0.069 0.567 -0.325
O -0.133 -0.231 0.124
O -0.147 0.01 -0.417
O 0.448 0.093 0.254
O 0.111 0.237 -0.389
O -0.173 0.223 0.578
O 0.105 -0.357 0.476
O 0.512 -0.036 0.231
O 0.33 0.449 -0.003
O -0.01 0.084 0.182
O -0.309 -0.303 0.065
O -0.201 -0.194 0.424
O -0.581 -0.389 -0.11
O -0.346 0.628 0.074
O -0.464 0.226 -0.444
O -0.355 -0.387 -0.321
O 0.157 0.144 0.527
O -0.565 0.334 0.295
O 0.265 0.047 0.057
O -0.207 0.415 -0.632
O -0.116 -0.228 0.094
O -0.349 -0.634 -0.527
O -0.282 0.107 -0.486
O 0.167 -0.002 -0.336
O -0.142 0.285 -0.265
O -0.283 0.537 -0.042
O 0.516 0.418 -0.107
O -0.114 0.223 -0.106
O -0.253 -0.665 0.264
O -0.25 0.006 -0.667
O 0.244 0.048 0.287
O -0.131 -0.28 0.419
O 0.383 -0.252 0.277
O 0.145 -0.52 0.536
O 0.015 -0.001 0.362
O 0.578 0.624 -0.373
O 0.172 -0.008 0.576
O -0.076 0.136 -0.235
O -0.247 -0.414 0.271
O 0.136 -0.2 0.187
O 0.348 -0.238 0.442
O 0.126 0.221 0.31
O -0.252 0.025 -0.168
O 0.06 -0.022 -0.356
O 0.134 -0.681 -0.537
O -0.525 0.265 0.629
O -0.037 -0.368 -0.471
O 0.215 -0.12 0.461
O -0.085 -0.339 0.115
O 0.134 0.007 0.213
O 0.391 -0.499 -0.211
O -0.529 -0.403 -0.087
O 0.193 0.157 -0.218
O 0.163 0.237 0.096
O -0.01 0.532 0.123
O -0.168 0.294 -0.19
O 0.293 -0.299 0.253
O 0.148 -0.237 -0.273
O -0.526 0.271 -0.255
O -0.316 -0.16 0.177
O -0.2 -0.243 -0.097
O 0.083 -0.09 -0.413
O 0.22 -0.538 -0.308
O 0.254 -0.006 0.612
O -0.373 0.201 -0.157
O 0.231 -0.3 -0.71
O 0.286 0.085 -0.343
O -0.034 -0.438 0.001
O 0.102 -0.009 -0.524
O -0.203 -0.471 0.553
O 0.024 0.22 -0.467
O -0.075 0.342 -0.385
O -0.235 0.132 0.133
O 0.016 0.627 0.482
O -0.346 0.243 0.313
O 0.034 0.008 0.548
O 0.287 -0.474 0.651
O -0.14 -0.357 0.168
O 0.088 0.06 0.424
O -0.318 -0.136 -0.309
O -0.188 -0.01 -0.313
O 0.193 -0.111 -0.026
O 0.082 0.066 -0.257
O 0.219 0.044 0.036
O 0.172 -0.144 0.168
O 0.32 0.383 0.24
O -0.137 0.241 0.368
O 0.345 -0.193 -0.061
O 0.262 -0.225 0.309
O 0.358 0.408 -0.25
O 0.418 0.096 0.148
O -0.27 0.134 0.209
O -0.062 -0.205 -0.242
O -0.016 0.217 -0.371
O -0.381 0.161 -0.292
O -0.191 -0.08 -0.744
O 0.123 0.342 0.409
O 0.333 -0.393 0.016
O 0.494 -0.089 0.118
O 0.154 0.742 -0.12
O -0.462 0.225 0.687
O 0.175 0.225 0.109
